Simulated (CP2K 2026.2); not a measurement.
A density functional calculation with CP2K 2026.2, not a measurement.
Periodic cell of 2052 atoms, Si1404O648, from a study of silicon, its oxide and their interface. The atomic structure is a simulated model.
Doubt: the forces sum to 2.46 eV/angstrom along one axis rather than to zero, so they err by at least 0.0012 eV/angstrom per atom on average; the grid cutoff is modest.

Settings: functional PBE; method Gaussian and plane waves; basis set DZVP-MOLOPT-SR-GTH; pseudopotentials GTH-PBE; grid cutoff 400 Ry, relative cutoff 50 Ry; k points Gamma only; occupations fixed; spin none; net charge 0.

Cell vectors (angstrom)
a 16.407 0 0
b 0 65.628 0
c 0 0 34.3783

Atoms and the computed forces on them: element, x, y, z (angstrom), force x, y, z (eV/angstrom)
Si -0.225 0.107 0.236 0.151 -0.256 -0.256
Si 2.139 3.103 0.272 -0.089 0.179 -0.25
Si -0.05 5.283 0.589 -0.111 -0.159 -0.214
Si 2.423 7.807 0.395 0.372 -0.103 0.391
Si 0.135 11.111 0.268 -0.092 0.186 0.132
Si 2.663 13.869 0.114 -0.099 0.186 -0.13
Si 0.263 15.843 0.356 -0.024 0.129 -0.125
Si 2.423 19.215 0.105 0.105 -0.025 -0.066
Si -0.005 21.305 -0.01 -0.01 0.037 0.236
Si 2.553 24.538 0.208 -0.004 0.15 -0.184
Si 0.425 26.759 0.169 0.153 0.065 0.061
Si 2.958 29.676 0.233 -0.233 -0.181 0.085
Si 0.202 32.796 0.032 0.001 0.154 0.145
Si 2.256 35.924 0.021 0.289 -0.005 -0.165
Si -0.19 38.043 -0.051 -0.068 -0.045 0.049
Si 2.992 40.821 0.034 -0.088 0.048 -0.207
Si -0.691 44.177 -0.248 -0.081 -0.195 -0.066
Si 2.403 46.665 -0.213 0.269 -0.161 0.07
Si -0.172 49.575 -0.075 -0.085 0.188 0.022
Si 3.012 51.944 0.192 -0.068 0.05 -0.014
Si -0.226 54.866 -0.01 0.178 -0.031 0.176
Si 2.216 58.027 -0.128 -0.133 -0.105 0.062
Si 0.022 60.185 0.495 -0.112 -0.1 -0.349
Si 3.02 62.697 0.012 -0.108 0.058 0.576
Si 5.678 -0.381 0.479 -0.272 0.239 -0.101
Si 8.171 2.606 0.8 -0.147 -0.084 -0.481
Si 5.921 4.796 0.221 0.048 0.041 -0.136
Si 7.569 8.425 -0.046 -0.051 -0.384 -0.049
Si 5.319 10.686 0.113 -0.062 -0.083 0.091
Si 8.23 13.163 0.139 -0.111 0.298 0.175
Si 5.984 16.72 -0.042 -0.006 -0.16 0.389
Si 8.456 19.559 0.071 0.339 0.296 0.614
Si 5.826 21.43 0.211 -0.056 0.002 0.055
Si 8.315 24.213 0.034 -0.065 -0.079 0.01
Si 5.207 27.392 0.018 -0.099 -0.078 -0.231
Si 8.391 29.703 -0.127 -0.033 0.16 0.27
Si 4.993 32.431 0.003 -0.072 -0.009 0.427
Si 7.836 35.41 -0.051 0.172 -0.005 0.001
Si 5.298 38.68 -0.05 -0.148 0.035 0.358
Si 8.016 41.131 -0.174 0.188 -0.094 0.381
Si 5.821 43.429 -0.018 0.073 -0.005 0.052
Si 8.306 46.606 0.272 -0.064 0.106 -0.193
Si 5.117 49.695 0.16 -0.062 0.04 -0.286
Si 8.231 51.968 0.578 0.094 -0.077 -0.499
Si 5.973 54.117 0.026 0.078 0.008 -0.186
Si 8.608 57.356 0.07 0.021 -0.008 -0.256
Si 5.143 60.286 -0.216 0.088 -0.166 0.246
Si 8.05 63.051 0.389 -0.015 0.332 -0.055
Si 10.271 0.372 0.298 0.024 0.114 -0.241
Si 13.393 2.858 0.162 -0.186 -0.092 0.243
Si 10.906 4.89 -0.046 -0.218 -0.03 0.307
Si 14.183 7.626 0.119 0.267 -0.113 0.124
Si 10.645 10.987 -0.186 0.146 -0.234 0.002
Si 14.183 13.127 0.283 -0.066 -0.039 -0.137
Si 10.815 16.22 0.197 -0.135 -0.19 0.106
Si 13.575 18.803 0.004 0.05 -0.028 0.179
Si 10.723 22.188 0.074 0.132 0.039 0.269
Si 13.754 24.614 -0.377 0.138 -0.002 0.759
Si 10.731 27.487 -0.588 0.072 0.105 0.226
Si 13.596 29.752 -0.59 0.091 0.255 0.337
Si 10.171 33.253 -0.179 0.221 -0.187 0.002
Si 13.375 35.688 -0.053 -0.144 -0.034 0.082
Si 11.144 37.926 0.229 -0.061 -0.019 -0.114
Si 13.513 41.357 -0.065 -0.059 -0.119 -0.046
Si 11.266 43.647 0.053 -0.068 -0.074 0.133
Si 13.722 46.55 0.17 -0.167 -0.054 -0.09
Si 10.439 49.822 0.116 -0.191 0.235 -0.127
Si 14.017 51.872 0.127 -0.304 0.12 0.119
Si 10.607 54.915 0.323 0.151 -0.058 -0.07
Si 13.938 57.092 0.114 0.194 -0.075 0.1
Si 10.695 60.263 0.416 0.169 -0.176 -0.013
Si 14.274 62.517 -0.018 0.02 0.05 -0.119
Si 1.115 1.484 1.624 0.003 -0.04 -0.066
Si 4.032 3.97 1.471 0.076 0.013 -0.123
Si 1.343 6.528 1.945 0.012 0.236 -0.123
Si 3.935 9.357 1.502 -0.113 -0.13 -0.364
Si 1.583 12.324 1.634 -0.09 -0.006 -0.319
Si 4.301 15.2 1.234 0.038 0.014 -0.278
Si 1.333 17.646 1.508 -0.042 -0.106 -0.337
Si 4.159 20.277 1.419 -0.146 0.01 -0.131
Si 1.208 22.994 1.357 0.063 -0.097 -0.289
Si 4.144 25.77 1.414 -0.004 0.102 -0.134
Si 1.329 28.517 1.435 0.204 -0.131 -0.331
Si 3.978 31.244 1.673 -0.095 -0.003 -0.292
Si 1.437 34.163 1.458 0.065 0.018 -0.11
Si 4.043 36.994 1.204 -0.141 0.137 -0.292
Si 1.176 39.712 1.153 0.182 -0.102 -0.163
Si 4.11 42.427 1.336 0.165 0.028 -0.063
Si 1.075 45.238 1.13 -0.102 -0.016 -0.145
Si 3.899 47.958 1.258 0.128 0.029 -0.219
Si 1.36 50.707 1.385 0.094 0.059 -0.327
Si 4.253 53.39 1.525 0.041 -0.071 -0.179
Si 1.347 56.18 1.264 -0.108 0.049 -0.392
Si 3.997 58.834 1.282 -0.105 0.071 -0.19
Si 1.447 61.614 1.578 0.307 0.235 -0.297
Si 3.962 64.192 1.606 0.06 -0.036 -0.166
Si 6.724 1.211 1.878 0.024 -0.289 -0.313
Si 9.596 4.073 1.786 0.153 0.137 -0.301
Si 6.77 6.691 1.432 -0.016 0.042 -0.089
Si 9.472 9.353 1.166 -0.028 0.158 -0.182
Si 6.606 12.178 1.483 0.003 -0.06 -0.137
Si 9.529 14.751 1.486 -0.183 0.076 -0.349
Si 7.16 17.892 1.538 0.103 0.288 -0.462
Si 9.8 20.599 1.637 0.063 0.045 -0.414
Si 6.85 23.113 1.507 0.085 -0.09 -0.192
Si 9.578 25.942 1.075 -0.062 -0.135 -0.401
Si 6.828 28.576 1.29 -0.006 0.053 -0.16
Si 9.366 31.454 1.188 -0.027 -0.062 -0.212
Si 6.479 34.014 1.243 -0.096 -0.124 -0.364
Si 9.301 36.87 1.283 0.12 -0.052 -0.083
Si 6.816 39.755 1.378 -0.033 0.055 -0.368
Si 9.565 42.419 1.221 -0.061 0.022 -0.352
Si 6.789 45.172 1.361 -0.051 -0.156 -0.093
Si 9.559 48.093 1.547 0 -0.05 -0.205
Si 6.724 50.612 1.672 -0.142 -0.054 -0.236
Si 9.541 53.433 1.783 0.096 0.078 -0.148
Si 6.856 56.094 1.191 0.099 -0.177 -0.105
Si 9.498 58.781 1.724 -0.045 -0.021 -0.066
Si 6.807 61.303 1.355 -0.108 0.081 -0.315
Si 9.482 64.31 1.756 -0.067 0.073 -0.222
Si 12.179 1.266 1.455 -0.087 0.116 -0.23
Si 14.898 3.901 1.701 -0.101 -0.007 -0.227
Si 12.214 6.683 1.223 0.142 -0.088 -0.225
Si 15.25 9.364 1.441 0.03 0.105 -0.207
Si 12.371 11.973 1.313 -0.081 0.224 -0.203
Si 15.145 14.731 1.715 0.057 -0.004 -0.237
Si 12.333 17.473 1.515 0.108 0.098 -0.107
Si 14.897 20.273 1.434 -0.032 -0.234 -0.248
Si 12.323 23.436 1.25 -0.074 -0.138 -0.417
Si 15.148 25.628 1.341 0.016 0.068 -0.329
Si 12.28 28.559 0.995 0.112 -0.139 -0.124
Si 15.049 31.192 0.942 -0.028 0.047 -0.17
Si 12.11 34.054 1.105 -0.089 0.108 -0.185
Si 14.905 36.81 1.424 -0.063 -0.087 -0.267
Si 12.38 39.624 1.311 -0.022 0.147 -0.248
Si 14.949 42.552 1.356 0.005 0.033 -0.307
Si 12.28 45.24 1.494 -0.021 0.019 -0.233
Si 15.082 48.014 1.381 -0.11 0.03 -0.227
Si 12.219 50.817 1.362 0.191 -0.035 -0.171
Si 15.116 53.389 1.525 -0.047 0.075 -0.298
Si 12.324 56.047 1.503 -0.133 0.025 -0.141
Si 14.979 58.737 1.568 -0.182 -0.177 -0.22
Si 12.3 61.719 1.357 0.179 0.055 -0.151
Si 14.984 64.202 1.53 -0.043 -0.078 -0.044
Si -0.156 2.657 3.124 -0.042 0.037 0.117
Si 2.6 0.032 2.891 0.003 -0.09 -0.159
Si 0.041 8.118 3.026 -0.01 0.121 0.162
Si 2.848 5.256 3.083 0.058 -0.084 0.096
Si 0.148 13.508 3.049 0 0.026 0.269
Si 2.806 10.835 2.926 0 0.03 0.181
Si -0.089 18.974 2.839 -0.033 0.068 0.091
Si 2.872 16.374 2.784 -0.067 0.033 0.008
Si -0.019 24.359 2.831 0.085 0.009 0.064
Si 2.726 21.724 2.719 0.053 -0.098 -0.058
Si -0.102 29.972 2.586 0.092 0.045 0.041
Si 2.758 27.173 2.771 0.065 0.104 0.133
Si -0.059 35.476 2.72 -0.108 -0.077 0.235
Si 2.699 32.769 2.858 -0.109 0.114 0.027
Si -0.04 41.122 2.613 -0.047 -0.015 -0.011
Si 2.609 38.346 2.601 -0.013 -0.066 -0.014
Si -0.067 46.565 2.737 -0.054 -0.089 0.012
Si 2.599 43.863 2.53 0.097 0.053 -0.186
Si 0.072 52.046 2.842 -0.044 -0.091 0.144
Si 2.649 49.277 2.764 0.038 0.021 0.098
Si 0.012 57.397 2.859 -0.03 -0.052 0.043
Si 2.782 54.834 2.698 -0.13 0.019 -0.021
Si 0.021 62.945 2.913 0.166 0.038 0.134
Si 2.781 60.158 2.864 0.022 0.098 0.081
Si 5.313 2.655 2.997 -0.06 0.069 0.145
Si 8.143 -0.08 3.169 -0.157 -0.114 0.437
Si 5.385 8.025 2.846 0.001 -0.035 0.108
Si 8.194 5.511 2.938 -0.102 0.106 0.176
Si 5.442 13.734 2.777 0.079 -0.006 -0.025
Si 8.147 10.76 2.7 -0.063 -0.009 0.086
Si 5.568 19.055 2.866 -0.004 -0.021 0.033
Si 8.316 16.312 2.841 0.104 -0.11 -0.052
Si 5.491 24.487 2.81 0 0.008 0.082
Si 8.267 21.849 2.904 -0.029 -0.087 0.161
Si 5.501 29.914 2.792 0.136 -0.135 0.064
Si 8.223 27.213 2.604 -0.009 0.122 -0.019
Si 5.305 35.521 2.621 -0.124 0.134 -0.017
Si 7.983 32.73 2.627 0.009 -0.084 0.031
Si 5.445 41.099 2.753 0.053 0.039 0.2
Si 8.118 38.307 2.692 0.014 -0.006 0.106
Si 5.333 46.55 2.653 -0.006 0.055 -0.195
Si 8.211 43.804 2.699 0.089 -0.061 -0.101
Si 5.436 52.028 2.99 0.026 -0.056 0.29
Si 8.122 49.261 2.949 -0.062 -0.061 0.192
Si 5.417 57.414 2.631 0.053 0.057 -0.158
Si 8.106 54.854 2.901 -0.061 0.077 0.082
Si 5.443 62.754 2.847 0.025 0.049 0.053
Si 8.08 60.114 2.941 -0.06 0.039 0.083
Si 10.963 2.641 3.011 0.177 -0.006 0.119
Si 13.539 -0.111 2.867 0.006 0.105 -0.043
Si 10.903 8.086 2.656 -0.033 0.054 -0.191
Si 13.534 5.425 2.868 -0.121 -0.095 -0.04
Si 11.006 13.422 2.758 0.06 -0.154 -0.021
Si 13.728 10.686 2.777 0.12 -0.052 -0.062
Si 11.075 19.023 2.85 0.001 0.07 -0.082
Si 13.697 16.16 2.901 -0.081 -0.02 0.07
Si 10.922 24.679 2.647 -0.117 -0.06 -0.046
Si 13.609 21.855 2.663 0.017 0.101 -0.206
Si 10.913 30.027 2.451 -0.077 -0.039 -0.063
Si 13.683 27.205 2.498 -0.041 0.015 -0.253
Si 10.796 35.468 2.587 -0.044 -0.004 0.039
Si 13.613 32.63 2.4 -0.018 0.142 -0.13
Si 10.913 41.019 2.628 0.109 0.089 -0.037
Si 13.653 38.292 2.742 0.1 -0.007 0.166
Si 10.928 46.637 2.815 0.007 -0.027 0.078
Si 13.627 43.837 2.808 -0.112 0.031 0.238
Si 10.988 52.057 2.957 0.095 -0.006 0.065
Si 13.623 49.356 2.725 0 0.153 -0.101
Si 10.984 57.437 2.924 0.236 -0.02 0.113
Si 13.674 54.693 2.881 -0.01 -0.031 0.049
Si 10.991 62.965 2.921 0.025 -0.069 -0.068
Si 13.581 60.218 2.804 -0.045 -0.165 0.052
Si 1.33 3.998 4.383 0.128 -0.118 0.045
Si 3.995 1.278 4.35 0.013 0.155 -0.019
Si 1.406 9.529 4.328 -0.007 -0.087 -0.039
Si 4.126 6.736 4.37 -0.024 0.058 -0.084
Si 1.504 15.008 4.242 -0.02 -0.055 -0.052
Si 4.162 12.294 4.205 -0.042 -0.027 0.003
Si 1.35 20.383 4.138 0.005 0.003 -0.091
Si 4.179 17.706 4.229 0.107 -0.082 -0.055
Si 1.349 25.827 4.115 0.029 0.027 -0.079
Si 4.073 23.128 4.12 -0.057 -0.026 -0.017
Si 1.251 31.347 4.031 -0.144 0.102 0.024
Si 4.095 28.578 4.14 -0.015 -0.069 -0.157
Si 1.301 36.925 4.04 0.099 0.023 -0.178
Si 4.05 34.188 4.121 0.1 -0.058 0.04
Si 1.341 42.459 3.985 -0.083 0.023 0.09
Si 4.023 39.679 4.032 -0.015 -0.013 -0.107
Si 1.317 47.888 4.138 0.076 0.027 -0.03
Si 3.989 45.163 4.001 -0.052 0.036 0.062
Si 1.444 53.437 4.155 -0.019 -0.042 -0.058
Si 4.025 50.604 4.216 0.015 0.036 -0.061
Si 1.373 58.796 4.217 0.041 -0.079 -0.092
Si 4.113 56.13 4.145 -0.064 -0.059 -0.001
Si 1.346 64.275 4.325 -0.177 0.011 -0.03
Si 4.109 61.47 4.312 0.039 -0.034 -0.226
Si 6.8 4.064 4.269 -0.078 0.087 -0.178
Si 9.566 1.326 4.407 -0.005 -0.019 -0.126
Si 6.807 9.443 4.177 0.107 -0.001 -0.215
Si 9.606 6.848 4.234 -0.122 -0.112 0.011
Si 6.876 14.987 4.181 -0.019 0.098 0.029
Si 9.556 12.127 4.128 0.001 -0.002 -0.165
Si 6.879 20.463 4.238 0.01 0.085 -0.144
Si 9.656 17.696 4.207 0.009 -0.068 -0.016
Si 6.878 25.902 4.086 0.043 -0.057 -0.039
Si 9.645 23.284 4.145 -0.125 -0.052 -0.144
Si 6.791 31.358 4.114 -0.037 0.068 -0.023
Si 9.577 28.659 3.939 -0.004 0.028 -0.188
Si 6.728 36.891 3.985 0.065 -0.016 0.075
Si 9.435 34.103 3.974 0.116 0.065 -0.077
Si 6.841 42.449 4.101 -0.081 0.016 -0.056
Si 9.536 39.664 4.027 0.002 0.022 -0.005
Si 6.715 47.83 4.154 0.105 0.044 0.036
Si 9.554 45.188 4.105 -0.093 -0.011 -0.032
Si 6.824 53.413 4.288 -0.111 0.114 -0.031
Si 9.551 50.659 4.238 0.019 -0.027 -0.023
Si 6.72 58.719 4.209 0.031 0.063 -0.022
Si 9.573 56.108 4.28 -0.099 -0.001 -0.092
Si 6.748 64.106 4.366 0.116 0.028 -0.182
Si 9.549 61.522 4.207 0.056 -0.057 -0.082
Si 12.286 4.061 4.352 0.071 -0.046 -0.162
Si 14.892 1.227 4.343 0.143 0.024 -0.031
Si 12.272 9.41 4.132 0.074 0.118 0.007
Si 14.97 6.762 4.272 -0.02 0.037 -0.073
Si 12.291 14.828 4.21 0.016 -0.015 -0.023
Si 15.054 12.12 4.227 0.043 -0.049 -0.049
Si 12.355 20.488 4.154 -0.047 -0.118 0.008
Si 15.015 17.615 4.238 0.015 0.09 -0.038
Si 12.318 25.978 4.015 -0.027 -0.031 -0.004
Si 14.973 23.08 4.157 0.08 0.087 0.032
Si 12.268 31.358 3.891 0.07 -0.095 -0.026
Si 14.974 28.597 3.954 0.021 0.044 0.026
Si 12.2 36.878 3.992 -0.108 0.023 -0.107
Si 14.911 34.049 3.939 0.089 0.038 -0.135
Si 12.237 42.401 4.084 0.007 0.009 -0.139
Si 15.033 39.716 4.033 -0.044 -0.069 -0.008
Si 12.327 47.965 4.166 0.003 -0.036 -0.029
Si 15.004 45.209 4.147 0.017 -0.108 -0.071
Si 12.347 53.381 4.319 -0.012 -0.074 -0.019
Si 15.034 50.672 4.157 -0.046 0.008 -0.135
Si 12.315 58.837 4.277 -0.051 0.075 -0.101
Si 15.049 56.056 4.248 0.077 0.049 -0.078
Si 12.281 64.246 4.371 -0.014 -0.042 0.006
Si 15.038 61.505 4.208 -0.112 0.113 -0.087
Si -0.053 -0.047 5.704 -0.023 -0.074 -0.039
Si 2.693 2.654 5.744 -0.115 -0.079 0.022
Si -0.036 5.427 5.659 0.036 0.076 0.024
Si 2.756 8.147 5.671 0.021 0.042 0.021
Si 0.015 10.861 5.662 -0.067 -0.06 0.042
Si 2.808 13.621 5.618 -0.036 -0.02 0.006
Si 0.055 16.325 5.579 0.027 0.038 0.014
Si 2.752 19.073 5.542 -0.017 0.023 -0.084
Si -0.011 21.765 5.516 -0.026 -0.039 -0.048
Si 2.725 24.505 5.495 0.004 0.004 0.009
Si -0.046 27.27 5.386 0.025 -0.026 -0.036
Si 2.674 30.009 5.4 0.082 -0.011 0.012
Si -0.094 32.757 5.368 -0.065 -0.095 0.026
Si 2.67 35.567 5.431 -0.066 0.002 0
Si -0.041 38.316 5.403 0.049 0.056 -0.024
Si 2.68 41.076 5.394 0.074 -0.005 -0.063
Si -0.014 43.79 5.433 0.007 0.04 -0.039
Si 2.7 46.511 5.478 0.006 0.032 -0.108
Si -0.028 49.271 5.52 -0.033 -0.057 -0.046
Si 2.716 52.019 5.57 0.031 -0.014 -0.006
Si 0.039 54.71 5.591 -0.047 0.016 -0.05
Si 2.752 57.443 5.584 -0.017 0.056 -0.067
Si 0.001 60.152 5.597 0.008 -0.009 -0.05
Si 2.728 62.869 5.643 0.068 0.021 -0.025
Si 5.414 -0.079 5.677 -0.041 -0.09 0.01
Si 8.169 2.723 5.672 0.045 -0.028 0.048
Si 5.503 5.402 5.71 0.02 0.015 0.008
Si 8.211 8.166 5.603 -0.02 0.036 -0.035
Si 5.513 10.89 5.561 0.039 0.045 -0.053
Si 8.237 13.572 5.517 0.055 0.006 -0.079
Si 5.537 16.342 5.592 -0.07 -0.036 -0.056
Si 8.263 19.077 5.557 -0.055 -0.039 -0.01
Si 5.465 21.83 5.534 0.027 -0.04 0.002
Si 8.233 24.59 5.496 0.014 0.022 0.049
Si 5.496 27.247 5.474 -0.023 0.055 0.002
Si 8.227 30.002 5.391 0.012 0.029 -0.024
Si 5.426 32.779 5.435 0.05 0.028 0.037
Si 8.127 35.527 5.365 -0.025 -0.006 -0.075
Si 5.402 38.283 5.386 -0.089 -0.054 -0.06
Si 8.193 41.038 5.433 0.013 0.027 -0.041
Si 5.406 43.818 5.405 0.053 -0.049 -0.052
Si 8.152 46.508 5.495 -0.067 -0.092 -0.022
Si 5.42 49.235 5.545 -0.036 -0.012 -0.002
Si 8.201 52.021 5.608 0.057 0.057 0.034
Si 5.429 54.767 5.599 0.048 -0.089 -0.017
Si 8.169 57.453 5.612 0.031 -0.045 -0.003
Si 5.459 60.097 5.656 -0.1 0.002 -0.008
Si 8.21 62.811 5.67 -0.082 0.118 0.043
Si 10.929 -0.035 5.745 -0.001 0.045 0.009
Si 13.645 2.684 5.705 -0.093 0.019 0.018
Si 10.903 5.45 5.651 0.003 -0.042 -0.018
Si 13.622 8.137 5.618 -0.03 -0.091 -0.04
Si 10.943 10.817 5.529 -0.034 0.009 -0.044
Si 13.703 13.531 5.572 -0.015 -0.006 0.028
Si 10.978 16.288 5.559 0.028 0.048 0.004
Si 13.682 19.079 5.543 0.091 0.056 -0.029
Si 10.972 21.859 5.502 -0.008 0.013 -0.006
Si 13.642 24.568 5.436 -0.027 -0.038 -0.079
Si 10.937 27.336 5.382 0.044 0.021 -0.05
Si 13.628 30.01 5.324 -0.057 -0.021 -0.082
Si 10.895 32.747 5.297 -0.101 0.001 -0.093
Si 13.596 35.492 5.322 -0.023 -0.038 -0.02
Si 10.887 38.274 5.388 -0.011 -0.018 0.007
Si 13.641 41.042 5.423 0 0.007 -0.03
Si 10.906 43.793 5.465 0.045 0.004 -0.029
Si 13.662 46.564 5.528 -0.024 -0.001 -0.012
Si 10.934 49.279 5.564 -0.022 -0.028 0.002
Si 13.714 51.989 5.62 -0.002 0.02 -0.023
Si 10.935 54.731 5.639 0.01 -0.009 -0.02
Si 13.702 57.454 5.614 -0.002 -0.009 -0.042
Si 10.904 60.174 5.619 0.051 -0.098 -0.009
Si 13.691 62.85 5.646 0.037 0.004 -0.031
Si 1.321 1.302 7.08 0.036 0.078 0.003
Si 4.105 4.041 7.048 0.001 0.02 -0.016
Si 1.361 6.792 7.013 -0.062 0.036 -0.006
Si 4.144 9.551 6.977 -0.036 -0.021 -0.012
Si 1.403 12.268 6.973 -0.043 0.075 -0.019
Si 4.162 14.998 6.968 0.054 -0.034 0.043
Si 1.393 17.725 6.932 -0.018 -0.018 0.002
Si 4.105 20.462 6.9 0.003 0.026 0.004
Si 1.344 23.168 6.863 0.021 0.019 -0.006
Si 4.102 25.899 6.831 0.03 -0.035 -0.013
Si 1.318 28.643 6.77 0.004 0.011 -0.018
Si 4.044 31.399 6.768 -0.056 0.059 -0.029
Si 1.292 34.148 6.737 0.009 0.045 -0.044
Si 4.055 36.925 6.783 0.032 0.021 0.014
Si 1.328 39.69 6.768 -0.014 -0.039 0.01
Si 4.066 42.421 6.776 -0.011 0.002 -0.007
Si 1.343 45.138 6.834 0.006 -0.036 0.03
Si 4.059 47.859 6.887 0.048 0.02 0.028
Si 1.346 50.625 6.909 -0.026 0.063 -0.009
Si 4.092 53.359 6.956 -0.006 0.003 -0.001
Si 1.394 56.078 6.965 0.004 -0.032 0.002
Si 4.085 58.768 7.015 0.017 0.027 0.037
Si 1.359 61.503 6.997 -0.023 0.024 -0.019
Si 4.075 64.2 7.056 0.012 0.052 0.009
Si 6.815 1.311 7.013 0.011 0.034 -0.037
Si 9.552 4.084 7.032 -0.064 0.043 -0.013
Si 6.875 6.807 7.016 0.025 -0.064 0
Si 9.58 9.526 6.962 -0.006 0.006 0.025
Si 6.876 12.255 6.936 0.01 -0.054 0.003
Si 9.586 14.954 6.916 -0.013 0.018 -0.027
Si 6.887 17.733 6.937 0.028 0.009 -0.01
Si 9.611 20.487 6.89 -0.031 0.015 -0.038
Si 6.852 23.219 6.86 -0.021 -0.005 -0.029
Si 9.598 25.984 6.814 -0.055 -0.027 -0.016
Si 6.851 28.666 6.791 -0.022 -0.029 -0.012
Si 9.571 31.406 6.735 0.05 -0.053 0.012
Si 6.799 34.162 6.774 0.029 -0.029 0.014
Si 9.509 36.9 6.737 0.001 0.02 0
Si 6.795 39.652 6.758 0.025 0.007 -0.007
Si 9.547 42.407 6.818 -0.017 0.014 0.019
Si 6.779 45.136 6.837 0.018 0.051 0
Si 9.538 47.876 6.875 0.027 0.032 -0.03
Si 6.811 50.608 6.911 0.003 0.012 -0.015
Si 9.575 53.356 6.992 0.008 -0.033 0.01
Si 6.823 56.081 6.985 0.001 0.001 -0.009
Si 9.554 58.799 6.992 -0.048 0.08 -0.034
Si 6.839 61.455 7.023 0.121 -0.062 0.009
Si 9.554 64.2 7.051 -0.01 0 -0.016
Si 12.296 1.336 7.084 -0.016 0.048 0.037
Si 15.033 4.056 7.041 0.075 -0.073 -0.006
Si 12.284 6.793 7.016 0.047 -0.001 0.018
Si 15.022 9.499 6.983 0.066 0.038 -0.003
Si 12.304 12.202 6.923 0.057 0.002 -0.005
Si 15.069 14.952 6.917 0.047 -0.043 -0.03
Si 12.324 17.706 6.909 -0.051 0 -0.023
Si 15.045 20.436 6.913 0.062 -0.07 0.009
Si 12.316 23.23 6.865 -0.02 -0.012 0.006
Si 15.016 25.929 6.798 0.007 0.034 -0.013
Si 12.293 28.689 6.758 -0.023 0.013 0.016
Si 14.976 31.378 6.73 0.052 0.055 0.009
Si 12.239 34.131 6.699 0.014 0.068 -0.006
Si 14.978 36.892 6.707 0.007 0.006 -0.054
Si 12.271 39.646 6.763 0.008 -0.018 -0.016
Si 15.014 42.416 6.793 -0.022 -0.008 -0.006
Si 12.282 45.157 6.845 -0.017 -0.018 -0.001
Si 15.037 47.9 6.904 -0.005 0.005 0.011
Si 12.312 50.621 6.949 0.005 0.007 -0.009
Si 15.082 53.352 6.974 0.026 -0.054 0.01
Si 12.325 56.093 6.983 -0.035 0.03 0.009
Si 15.064 58.798 6.996 -0.001 -0.02 0.011
Si 12.299 61.504 7.001 -0.012 0.024 -0.011
Si 15.023 64.201 7.056 0.053 0 0.002
Si -0.008 2.706 8.417 0.02 0 -0.001
Si 2.723 -0.051 8.414 -0.05 -0.058 0.012
Si 0.002 8.174 8.363 -0.023 -0.054 0.007
Si 2.742 5.439 8.378 -0.009 -0.034 -0.002
Si 0.033 13.64 8.322 -0.003 -0.014 0.016
Si 2.775 10.919 8.344 -0.002 -0.019 -0.007
Si 0.015 19.094 8.281 0.008 0.041 0.02
Si 2.77 16.377 8.303 -0.019 -0.013 -0.007
Si -0.021 24.576 8.191 0.021 -0.006 0.002
Si 2.725 21.834 8.246 -0.01 -0.026 0.003
Si -0.042 30.039 8.119 -0.004 -0.006 0.007
Si 2.711 27.296 8.149 0.018 0.007 -0.009
Si -0.053 35.544 8.092 0.003 -0.012 0.008
Si 2.68 32.793 8.114 0.012 -0.033 0.022
Si -0.026 41.046 8.158 -0.01 -0.013 0.012
Si 2.697 38.315 8.132 0.026 0.005 -0.003
Si 0.002 46.505 8.233 -0.003 0.003 0.003
Si 2.718 43.77 8.186 0.006 0.009 0.005
Si 0.02 51.971 8.33 -0.037 -0.014 0.004
Si 2.718 49.241 8.263 0.011 -0.017 -0.016
Si 0.034 57.436 8.357 0 0.018 -0.008
Si 2.745 54.709 8.346 -0.018 -0.034 -0.002
Si 0.011 62.855 8.396 -0.043 0.011 0.007
Si 2.735 60.15 8.374 0.009 -0.032 0.002
Si 5.479 2.681 8.4 -0.006 -0.014 0.008
Si 8.197 -0.038 8.394 0.009 -0.005 0.002
Si 5.505 8.192 8.358 0.03 0.036 -0.013
Si 8.22 5.456 8.404 0.006 -0.013 0.013
Si 5.528 13.635 8.323 -0.042 0.018 -0.01
Si 8.239 10.913 8.327 0.027 0.039 -0.012
Si 5.492 19.115 8.268 -0.012 -0.006 0.004
Si 8.251 16.361 8.292 -0.039 -0.009 0.008
Si 5.471 24.571 8.219 0.001 0.01 0.02
Si 8.221 21.86 8.234 -0.028 -0.014 0.005
Si 5.449 30.045 8.123 0.017 0.005 0.009
Si 8.212 27.327 8.18 0.028 0.035 0.016
Si 5.434 35.544 8.135 -0.012 -0.006 -0.001
Si 8.197 32.785 8.106 -0.014 0.048 -0.002
Si 5.441 41.04 8.132 -0.011 -0.012 -0.017
Si 8.169 38.283 8.126 -0.011 -0.035 -0.004
Si 5.443 46.499 8.239 0.008 0.001 0.003
Si 8.172 43.772 8.186 -0.044 -0.057 0.002
Si 5.464 51.971 8.302 0.021 0.01 -0.009
Si 8.187 49.238 8.269 0.011 0.014 -0.003
Si 5.473 57.426 8.374 0.021 -0.005 0.007
Si 8.198 54.712 8.347 -0.001 -0.019 0.003
Si 5.483 62.843 8.388 -0.023 0.028 -0.01
Si 8.216 60.134 8.398 -0.008 -0.008 0.023
Si 10.925 2.722 8.409 0.01 -0.034 0
Si 13.678 -0.038 8.417 0.008 0.02 -0.002
Si 10.94 8.186 8.361 -0.034 -0.034 -0.003
Si 13.667 5.44 8.383 -0.026 0.005 -0.027
Si 10.97 13.613 8.286 -0.009 -0.004 -0.004
Si 13.682 10.897 8.331 -0.031 -0.017 -0.004
Si 10.968 19.11 8.261 0.005 -0.016 0.009
Si 13.709 16.352 8.268 0.037 0.056 0.017
Si 10.945 24.615 8.206 -0.011 -0.019 0.009
Si 13.679 21.852 8.237 0.012 0.033 -0.003
Si 10.934 30.063 8.125 -0.02 0.012 0.008
Si 13.657 27.327 8.148 0.003 -0.024 -0.007
Si 10.9 35.527 8.086 -0.035 -0.014 -0.01
Si 13.626 32.784 8.079 -0.034 -0.038 -0.002
Si 10.931 41.028 8.157 0.007 0.008 -0.001
Si 13.647 38.272 8.111 -0.051 -0.008 0.014
Si 10.917 46.508 8.232 -0.033 -0.025 0.001
Si 13.664 43.779 8.19 0.021 0.015 -0.002
Si 10.95 51.978 8.329 -0.012 0.01 0.013
Si 13.678 49.244 8.295 -0.022 -0.007 0
Si 10.945 57.441 8.35 0.016 -0.05 -0.008
Si 13.702 54.717 8.338 0 -0.001 -0.012
Si 10.954 62.861 8.397 -0.001 -0.002 0.008
Si 13.683 60.15 8.368 -0.014 -0.003 -0.005
Si 1.385 4.074 9.749 -0.002 0.007 0.011
Si 4.113 1.315 9.758 -0.004 0.03 -0.006
Si 1.383 9.564 9.702 0.003 0.012 0.008
Si 4.123 6.826 9.714 -0.015 0.006 -0.004
Si 1.393 15.027 9.677 -0.01 0.008 0.009
Si 4.141 12.3 9.702 0.017 0.004 0.001
Si 1.364 20.487 9.63 0.02 0 -0.001
Si 4.121 17.77 9.651 0.016 -0.008 0.003
Si 1.352 25.95 9.546 -0.008 -0.002 0.002
Si 4.092 23.221 9.588 0.028 0 0
Si 1.328 31.417 9.484 0.008 0.025 0.005
Si 4.082 28.681 9.5 -0.007 0.005 -0.007
Si 1.321 36.92 9.464 0.013 0.015 -0.009
Si 4.059 34.164 9.484 0.008 0.02 0.006
Si 1.347 42.402 9.544 0.009 0.017 0.002
Si 4.072 39.675 9.501 0.006 -0.01 -0.001
Si 1.366 47.857 9.623 -0.008 0.019 0
Si 4.075 45.122 9.586 0.016 -0.01 0.005
Si 1.391 53.326 9.704 -0.007 -0.008 0.005
Si 4.101 50.582 9.654 -0.006 0.02 0.004
Si 1.388 58.79 9.755 -0.006 0.003 0.002
Si 4.119 56.053 9.729 0.018 -0.003 -0.001
Si 1.369 64.217 9.774 0.046 0.021 0.002
Si 4.116 61.492 9.758 0.004 0.008 -0.007
Si 6.856 4.066 9.746 -0.006 0.011 -0.007
Si 9.578 1.328 9.762 -0.026 0.039 0.002
Si 6.875 9.567 9.715 -0.01 -0.019 -0.01
Si 9.595 6.83 9.748 0.012 -0.005 0.009
Si 6.879 15.027 9.679 0.026 -0.013 -0.001
Si 9.609 12.287 9.683 -0.012 0 -0.012
Si 6.85 20.506 9.616 0.006 -0.002 0.001
Si 9.607 17.756 9.646 -0.019 0.011 0.005
Si 6.837 25.965 9.551 -0.024 -0.022 -0.007
Si 9.578 23.252 9.584 -0.005 0.011 -0.014
Si 6.822 31.427 9.479 -0.005 0.014 -0.006
Si 9.575 28.715 9.516 -0.019 -0.012 -0.012
Si 6.806 36.915 9.501 -0.002 0 0.009
Si 9.553 34.165 9.477 0.012 0.002 -0.006
Si 6.803 42.395 9.531 0.051 0.016 0.004
Si 9.55 39.651 9.5 -0.009 0.007 0.003
Si 6.817 47.856 9.622 0.012 0.013 0.011
Si 9.542 45.129 9.577 0.017 0.021 0.005
Si 6.837 53.319 9.691 0.026 0 -0.002
Si 9.564 50.591 9.658 0.033 0.012 0.009
Si 6.849 58.773 9.749 0.002 0.006 0.008
Si 9.58 56.067 9.713 0.002 0.01 -0.007
Si 6.846 64.215 9.762 0.012 0.014 -0.002
Si 9.589 61.499 9.757 0.003 0.005 0.006
Si 12.311 4.082 9.763 0.004 -0.007 -0.002
Si 15.048 1.334 9.773 0.02 0.028 0.01
Si 12.321 9.555 9.709 0.035 0.017 -0.001
Si 15.047 6.814 9.729 0.042 -0.009 0.005
Si 12.338 15.006 9.646 -0.008 0.004 -0.008
Si 15.058 12.287 9.68 0.03 0.016 0
Si 12.321 20.496 9.622 -0.015 -0.019 -0.006
Si 15.055 17.737 9.644 0.028 -0.014 0.006
Si 12.312 25.986 9.561 -0.006 -0.005 -0.008
Si 15.036 23.232 9.595 -0.009 -0.018 -0.001
Si 12.291 31.437 9.484 0.004 0.018 0.008
Si 15.022 28.691 9.519 0.005 0.003 -0.001
Si 12.274 36.899 9.465 0.021 0.011 -0.008
Si 14.996 34.159 9.446 0.007 0.025 -0.008
Si 12.298 42.397 9.545 -0.012 -0.029 0.007
Si 15.011 39.653 9.497 0.03 -0.007 -0.007
Si 12.295 47.859 9.619 0.01 0.014 0.008
Si 15.036 45.13 9.582 -0.025 -0.008 0.012
Si 12.326 53.34 9.694 0.01 -0.007 0.003
Si 15.052 50.595 9.673 -0.01 0.018 0.002
Si 12.317 58.789 9.734 -0.007 0.015 -0.005
Si 15.074 56.069 9.722 -0.003 -0.004 -0.009
Si 12.316 64.225 9.77 0.001 0.029 0.007
Si 15.047 61.504 9.757 0.037 0.018 -0.007
Si 0.021 -0.023 11.131 -0.018 -0.003 0.013
Si 2.758 2.704 11.103 0.023 -0.017 -0.002
Si 0.018 5.456 11.088 0.006 -0.015 -0.002
Si 2.756 8.206 11.069 -0.004 -0.008 -0.009
Si 0.023 10.949 11.064 -0.021 0.014 0
Si 2.767 13.682 11.057 0.012 -0.011 0
Si 0.021 16.403 11.033 0.012 -0.008 0.021
Si 2.735 19.14 11.002 -0.009 0.023 0.013
Si -0.007 21.871 10.973 0.023 0.013 0.014
Si 2.716 24.597 10.936 0.027 -0.012 0.008
Si -0.006 27.34 10.903 0.007 -0.017 0
Si 2.712 30.058 10.858 0.02 -0.006 0.001
Si -0.04 32.806 10.829 -0.006 0.007 -0.006
Si 2.688 35.551 10.834 -0.007 0.022 -0.002
Si -0.02 38.29 10.855 -0.024 -0.003 0.01
Si 2.723 41.034 10.897 0.011 -0.031 0.002
Si 0.009 43.769 10.946 -0.003 -0.031 0.005
Si 2.732 46.483 10.984 0.01 0.007 0.003
Si 0.021 49.218 11.015 -0.015 -0.01 0.001
Si 2.764 51.946 11.052 -0.01 0.013 -0.008
Si 0.043 54.699 11.081 -0.012 -0.024 -0.017
Si 2.782 57.431 11.109 0.012 -0.029 -0.008
Si 0.027 60.164 11.125 -0.058 -0.006 0.001
Si 2.761 62.87 11.123 -0.037 0.016 -0.005
Si 5.489 -0.038 11.128 -0.014 0.001 0
Si 8.229 2.71 11.12 0.011 -0.021 -0.002
Si 5.491 5.458 11.081 0.004 -0.021 -0.007
Si 8.245 8.218 11.096 -0.009 -0.007 0.001
Si 5.516 10.948 11.074 -0.007 -0.014 -0.015
Si 8.269 13.683 11.04 -0.007 -0.008 -0.007
Si 5.496 16.417 11.017 -0.022 0.012 -0.005
Si 8.227 19.151 10.986 -0.031 0.001 -0.003
Si 5.458 21.874 10.968 -0.018 0.015 0
Si 8.198 24.62 10.94 -0.01 -0.004 0.009
Si 5.451 27.334 10.89 0.025 -0.001 0.002
Si 8.196 30.08 10.865 0.01 -0.014 0.011
Si 5.45 32.796 10.844 0.011 -0.006 0.002
Si 8.192 35.538 10.849 0.002 -0.006 -0.014
Si 5.438 38.299 10.859 0.004 0.004 -0.005
Si 8.192 41.033 10.874 -0.024 -0.012 -0.015
Si 5.453 43.755 10.932 -0.018 -0.014 -0.005
Si 8.19 46.485 10.979 -0.011 0.004 -0.008
Si 5.46 49.201 11.025 0.025 0.011 0.008
Si 8.203 51.943 11.051 -0.011 0.013 0.002
Si 5.495 54.684 11.079 -0.017 -0.019 0
Si 8.232 57.424 11.105 -0.009 -0.022 0.007
Si 5.504 60.141 11.122 0.017 -0.036 0.004
Si 8.235 62.865 11.129 0.012 0.005 0.002
Si 10.964 -0.029 11.133 0.022 -0.023 0.003
Si 13.692 2.716 11.121 -0.006 -0.02 0.002
Si 10.97 5.477 11.117 -0.016 0.012 0.002
Si 13.698 8.209 11.077 -0.034 -0.02 -0.001
Si 10.984 10.951 11.064 -0.026 -0.011 0.003
Si 13.711 13.676 11.044 0.009 -0.021 0.004
Si 10.996 16.405 11.015 0.01 -0.009 0
Si 13.697 19.133 10.994 0.001 0.01 0.008
Si 10.948 21.894 10.961 -0.017 0.013 -0.008
Si 13.678 24.627 10.946 0.005 -0.002 0.01
Si 10.94 27.373 10.903 -0.037 0.005 -0.004
Si 13.661 30.087 10.863 -0.008 0.006 -0.008
Si 10.934 32.813 10.847 -0.019 -0.008 0.009
Si 13.652 35.534 10.824 -0.018 -0.021 0
Si 10.937 38.284 10.854 -0.016 -0.022 -0.01
Si 13.683 41.032 10.903 -0.031 -0.008 0.004
Si 10.936 43.768 10.926 -0.02 0.001 -0.012
Si 13.682 46.495 10.966 -0.014 -0.006 -0.01
Si 10.94 49.218 11.009 -0.016 -0.014 -0.006
Si 13.695 51.961 11.046 -0.003 -0.001 -0.009
Si 10.951 54.695 11.069 -0.003 0.001 -0.009
Si 13.704 57.435 11.093 -0.005 -0.024 -0.012
Si 10.964 60.149 11.122 0.006 0.005 0.004
Si 13.698 62.877 11.135 -0.028 0.016 0.002
Si 1.405 1.343 12.48 0.013 0.043 0.01
Si 4.131 4.082 12.441 -0.006 0.016 -0.006
Si 1.383 6.84 12.429 -0.008 -0.025 0.01
Si 4.124 9.588 12.423 0.026 0.014 -0.007
Si 1.385 12.332 12.428 0 -0.016 -0.003
Si 4.124 15.082 12.407 0.001 -0.018 0.003
Si 1.368 17.795 12.391 0.027 -0.002 -0.012
Si 4.08 20.532 12.354 0.038 -0.024 -0.01
Si 1.353 23.247 12.329 -0.027 -0.008 -0.005
Si 4.082 25.985 12.28 -0.002 -0.007 0.001
Si 1.36 28.713 12.266 0.014 0.01 0.004
Si 4.09 31.422 12.217 -0.002 0.007 0.004
Si 1.321 34.177 12.194 0.009 -0.024 -0.006
Si 4.053 36.925 12.203 0.022 -0.009 -0.004
Si 1.346 39.657 12.24 0.023 -0.013 -0.017
Si 4.081 42.393 12.29 0.017 0.029 0.001
Si 1.363 45.126 12.354 0.02 0.017 0.001
Si 4.098 47.814 12.392 -0.038 -0.015 0.003
Si 1.404 50.557 12.401 -0.006 0.017 0.001
Si 4.136 53.304 12.43 0.031 0.013 -0.016
Si 1.428 56.052 12.461 -0.037 0.004 -0.003
Si 4.155 58.781 12.497 0.005 0.023 0.014
Si 1.399 61.529 12.5 0.077 0.021 0.003
Si 4.129 64.224 12.496 -0.015 -0.004 0.011
Si 6.868 1.335 12.48 -0.006 0.002 0
Si 9.612 4.09 12.463 -0.011 0.004 -0.011
Si 6.867 6.835 12.429 -0.014 -0.011 -0.02
Si 9.635 9.594 12.441 0.026 0.032 -0.012
Si 6.904 12.335 12.407 0.008 0.021 -0.018
Si 9.644 15.053 12.4 -0.043 -0.012 0.003
Si 6.853 17.806 12.365 0.003 -0.009 0
Si 9.58 20.545 12.343 -0.001 -0.01 -0.008
Si 6.818 23.264 12.313 -0.007 -0.005 -0.006
Si 9.566 26.021 12.27 0.037 0.002 -0.011
Si 6.828 28.712 12.232 -0.019 0.008 -0.01
Si 9.578 31.448 12.219 -0.022 0.042 -0.02
Si 6.827 34.161 12.212 -0.01 0.026 0.007
Si 9.572 36.908 12.209 -0.017 -0.005 0.005
Si 6.809 39.674 12.22 0.026 -0.006 -0.011
Si 9.552 42.396 12.266 -0.001 -0.045 0.013
Si 6.805 45.114 12.33 0.051 -0.003 0.003
Si 9.569 47.839 12.36 0.036 0.041 -0.005
Si 6.835 50.556 12.408 0.01 -0.001 0.005
Si 9.576 53.312 12.421 0.043 0.014 0.002
Si 6.868 56.047 12.451 0.008 -0.008 -0.003
Si 9.588 58.795 12.485 0.021 -0.012 -0.001
Si 6.876 61.497 12.497 -0.006 0.021 -0.004
Si 9.613 64.221 12.501 -0.02 0.031 0
Si 12.356 1.332 12.49 -0.013 0.049 -0.006
Si 15.072 4.095 12.462 0 -0.016 0.003
Si 12.35 6.858 12.461 0.04 0.02 0.006
Si 15.057 9.593 12.431 0.034 -0.017 0.006
Si 12.353 12.325 12.425 0.004 0.023 -0.014
Si 15.066 15.056 12.419 0.008 0.018 -0.009
Si 12.352 17.783 12.392 0.003 0.018 -0.002
Si 15.049 20.512 12.362 0.004 0.02 -0.008
Si 12.311 23.271 12.322 -0.04 -0.037 -0.003
Si 15.048 26 12.308 -0.002 0.001 0
Si 12.3 28.755 12.258 0.028 -0.017 0.001
Si 15.025 31.452 12.227 -0.022 -0.009 0.002
Si 12.313 34.17 12.213 0.005 0.049 0.001
Si 15.023 36.898 12.194 0.02 0.033 -0.022
Si 12.309 39.65 12.244 -0.005 0 0.01
Si 15.057 42.391 12.304 0.027 0.033 -0.007
Si 12.313 45.123 12.315 -0.001 -0.013 0.006
Si 15.058 47.84 12.358 -0.036 -0.001 0.003
Si 12.321 50.574 12.383 0.002 0.045 0.012
Si 15.076 53.314 12.416 -0.008 0.002 0
Si 12.321 56.066 12.436 0.015 -0.014 -0.01
Si 15.064 58.803 12.479 0.024 0.006 0.005
Si 12.33 61.513 12.494 0.015 0.008 -0.018
Si 15.068 64.248 12.502 0.026 0.018 -0.001
Si 0.039 2.729 13.821 -0.014 -0.011 -0.014
Si 2.772 -0.021 13.854 0.026 -0.037 0.01
Si 0.022 8.227 13.783 -0.008 0.044 -0.021
Si 2.753 5.459 13.772 0.05 0.012 -0.021
Si 0.029 13.715 13.805 0.016 -0.027 0.019
Si 2.756 10.963 13.786 0.015 0.025 0.009
Si -0.01 19.152 13.764 0.02 0.03 0.004
Si 2.743 16.461 13.773 -0.025 0.015 0
Si 0.007 24.636 13.693 0.04 -0.037 0.021
Si 2.683 21.876 13.726 0.041 0.039 0.017
Si -0.012 30.105 13.606 -0.002 0.001 -0.035
Si 2.726 27.353 13.657 -0.005 -0.004 0.02
Si -0.04 35.534 13.58 -0.026 0.068 0.007
Si 2.695 32.802 13.538 0.015 0.042 -0.045
Si 0.035 41.022 13.663 -0.017 -0.053 0.022
Si 2.696 38.282 13.603 -0.013 0.047 0.035
Si 0.015 46.497 13.752 -0.024 0.004 -0.017
Si 2.74 43.749 13.701 -0.002 -0.038 -0.009
Si 0.061 51.946 13.76 -0.049 0.023 -0.002
Si 2.744 49.169 13.785 0.046 0.018 -0.012
Si 0.075 57.452 13.8 -0.029 -0.066 -0.02
Si 2.82 54.688 13.821 0.014 -0.059 0.026
Si 0.044 62.912 13.875 -0.059 0.032 0.003
Si 2.804 60.181 13.844 -0.078 -0.03 -0.043
Si 5.507 2.733 13.817 -0.028 0.02 0.028
Si 8.248 -0.029 13.843 0.019 -0.004 -0.006
Si 5.501 8.217 13.768 0 -0.018 0.031
Si 8.241 5.479 13.796 -0.002 -0.011 0.036
Si 5.536 13.729 13.735 0.02 -0.073 -0.004
Si 8.302 11.005 13.778 -0.057 -0.006 0.018
Si 5.455 19.18 13.712 -0.012 0.054 0.008
Si 8.262 16.458 13.705 -0.019 0.003 -0.024
Si 5.438 24.633 13.667 0.014 -0.018 0.003
Si 8.18 21.912 13.693 0.024 0.021 0.019
Si 5.461 30.058 13.603 0.039 -0.019 0.016
Si 8.201 27.392 13.631 -0.029 -0.026 0.014
Si 5.435 35.546 13.533 0.017 0.035 -0.011
Si 8.212 32.796 13.584 0.045 -0.046 0.02
Si 5.461 41.026 13.632 0.043 -0.055 0.02
Si 8.203 38.309 13.538 -0.012 0 -0.028
Si 5.45 46.432 13.771 0.033 0.021 0.019
Si 8.182 43.743 13.666 -0.044 0.045 -0.018
Si 5.48 51.919 13.794 -0.032 0.063 0.002
Si 8.199 49.168 13.764 0.006 0.001 0.007
Si 5.551 57.42 13.855 0.012 -0.066 0.008
Si 8.227 54.681 13.813 -0.025 -0.002 0.008
Si 5.51 62.861 13.853 0.02 0.025 -0.023
Si 8.248 60.156 13.892 -0.033 0.007 0.014
Si 11.012 2.74 13.815 0.016 -0.064 0.014
Si 13.726 -0.016 13.89 0 -0.008 0.057
Si 11.01 8.252 13.825 -0.033 -0.021 0.02
Si 13.737 5.504 13.812 -0.014 -0.031 -0.011
Si 11.032 13.722 13.801 -0.012 -0.085 0.021
Si 13.703 10.967 13.809 -0.013 0.025 -0.001
Si 10.981 19.203 13.703 -0.049 0.025 -0.016
Si 13.724 16.441 13.803 -0.003 -0.048 0.01
Si 10.932 24.675 13.642 -0.059 0.017 -0.012
Si 13.686 21.91 13.698 0.014 0.003 -0.001
Si 10.95 30.135 13.631 -0.047 -0.019 0.018
Si 13.678 27.415 13.628 -0.052 0.019 -0.029
Si 10.958 35.544 13.57 -0.016 -0.023 0.003
Si 13.674 32.818 13.608 0.027 -0.035 -0.014
Si 10.959 41.05 13.607 -0.064 0.018 0.005
Si 13.695 38.264 13.585 -0.001 -0.071 0.005
Si 10.96 46.482 13.707 -0.003 -0.014 -0.013
Si 13.722 43.793 13.676 -0.076 -0.036 0.01
Si 10.945 51.921 13.759 0.027 -0.015 -0.009
Si 13.713 49.211 13.731 0.019 -0.037 -0.03
Si 10.974 57.438 13.826 -0.003 -0.017 0.001
Si 13.7 54.685 13.763 -0.014 0.002 -0.011
Si 10.98 62.86 13.889 0.058 -0.01 0.039
Si 13.706 60.174 13.865 -0.042 0.027 0.005
Si 1.39 4.124 15.161 -0.03 -0.042 0.063
Si 4.16 1.354 15.185 0.052 0.019 0.017
Si 1.386 9.579 15.149 -0.064 -0.026 0.028
Si 4.116 6.834 15.109 -0.052 -0.082 0.028
Si 1.371 15.129 15.171 0.017 -0.046 0.046
Si 4.151 12.378 15.078 0.022 0.023 -0.085
Si 1.325 20.517 15.146 -0.085 0.002 0.052
Si 4.097 17.856 15.126 0.052 0.019 0.06
Si 1.362 26.015 15.067 0.026 -0.013 0.022
Si 4.042 23.284 15.041 -0.043 0.004 0.004
Si 1.356 31.471 14.956 0.04 -0.024 0.065
Si 4.109 28.712 15.018 0.025 0.004 0.039
Si 1.322 36.891 14.953 -0.027 -0.052 0.026
Si 4.064 34.163 14.875 -0.038 -0.052 -0.005
Si 1.386 42.396 15.077 0.091 0.034 0.044
Si 4.065 39.665 14.966 -0.011 -0.063 0.008
Si 1.366 47.828 15.181 0.014 -0.024 0.095
Si 4.082 45.05 15.159 -0.039 0.001 0.111
Si 1.447 53.29 15.14 0.017 0.022 0.009
Si 4.122 50.523 15.151 -0.008 -0.045 0.034
Si 1.449 58.814 15.183 0.054 0.115 0.02
Si 4.204 56.044 15.219 0.02 0.023 0.028
Si 1.405 64.28 15.264 0.052 -0.01 0.053
Si 4.166 61.513 15.252 0.009 0.056 0.082
Si 6.876 4.117 15.172 0.031 -0.031 0.028
Si 9.647 1.36 15.151 0.024 0.027 -0.015
Si 6.909 9.613 15.063 0.022 0.052 -0.051
Si 9.634 6.851 15.13 0.006 0.006 -0.018
Si 6.92 15.103 15.08 0.006 0.007 -0.003
Si 9.69 12.351 15.178 0.012 0.033 0.043
Si 6.798 20.557 15.077 -0.075 -0.06 0.005
Si 9.609 17.853 15.05 -0.022 0.014 0.036
Si 6.823 26.025 14.99 0.026 0.043 0.013
Si 9.54 23.337 15.005 0.018 -0.003 -0.064
Si 6.863 31.402 14.951 -0.033 0.012 0.015
Si 9.566 28.786 14.989 0.054 0.01 0.024
Si 6.808 36.946 14.851 -0.002 -0.012 -0.084
Si 9.614 34.155 14.93 -0.012 0.065 0.005
Si 6.802 42.389 15.045 0.082 0.003 0.02
Si 9.562 39.673 14.916 -0.059 -0.054 -0.035
Si 6.833 47.787 15.143 -0.006 -0.011 0.044
Si 9.563 45.103 15.025 0.015 -0.046 0.024
Si 6.852 53.291 15.155 -0.002 -0.032 0.018
Si 9.581 50.534 15.121 0.008 0.042 0.034
Si 6.896 58.783 15.269 0.03 0.008 0.085
Si 9.6 56.07 15.171 0.036 -0.018 0.032
Si 6.893 64.21 15.202 -0.063 -0.037 -0.01
Si 9.621 61.502 15.292 0.025 0.01 0.081
Si 12.401 4.117 15.159 0.027 0.035 -0.001
Si 15.134 1.366 15.235 0.044 0.052 0.024
Si 12.365 9.623 15.231 0.039 -0.004 0.087
Si 15.081 6.893 15.184 -0.027 0.024 0.049
Si 12.378 15.092 15.204 0.056 0.072 0.06
Si 15.068 12.339 15.163 0.036 -0.033 0.021
Si 12.336 20.563 15.09 -0.058 -0.017 0.043
Si 15.065 17.817 15.202 0.037 0.05 0.117
Si 12.304 26.065 14.978 0.012 0.038 -0.011
Si 15.04 23.282 15.069 -0.01 -0.024 0.022
Si 12.323 31.492 15.025 0.038 0.028 0.063
Si 15.027 28.789 15.007 -0.001 -0.015 0.036
Si 12.329 36.899 14.949 0.011 0.076 0.036
Si 15.031 34.175 14.987 -0.04 -0.021 0.07
Si 12.344 42.414 14.989 0.069 0.057 -0.03
Si 15.081 39.597 14.971 0.029 0.076 0.038
Si 12.349 47.841 15.085 -0.048 0.062 0.037
Si 15.055 45.155 15.127 -0.007 0.002 0.056
Si 12.325 53.299 15.101 0.002 0.014 -0.026
Si 15.109 50.557 15.099 -0.035 0.062 0.039
Si 12.313 58.82 15.217 0.071 -0.033 0.027
Si 15.085 56.071 15.089 0.017 0.025 -0.065
Si 12.375 64.212 15.255 -0.063 -0.009 -0.008
Si 15.089 61.542 15.23 0.014 0.006 0.052
Si 0.088 0.044 16.691 -0.07 0.027 -0.054
Si 2.739 2.713 16.494 -0.027 0.142 0.017
Si 0.075 5.56 16.528 -0.008 -0.143 0.04
Si 2.722 8.151 16.482 0.081 0.024 0.062
Si 0.019 10.954 16.509 -0.046 0.024 0.136
Si 2.84 13.791 16.441 -0.039 -0.012 0.119
Si 0.026 16.471 16.647 -0.049 0.035 0.004
Si 2.673 19.153 16.556 0.067 -0.022 -0.029
Si -0.085 21.88 16.503 0.109 0.044 0.212
Si 2.718 24.643 16.466 0.027 -0.022 0.194
Si -0.034 27.42 16.372 0.018 0.068 -0.039
Si 2.715 30.105 16.326 -0.005 0.097 0.03
Si 0.041 32.852 16.365 -0.109 -0.02 0.019
Si 2.687 35.482 16.264 0.086 0.068 0.004
Si -0.009 38.217 16.401 0.018 -0.026 0.19
Si 2.779 41.027 16.436 -0.147 -0.021 0.021
Si 0.03 43.77 16.471 0.03 0.004 0.007
Si 2.694 46.403 16.556 0.033 0.081 0.063
Si 0.055 49.269 16.572 -0.067 -0.054 -0.014
Si 2.756 51.863 16.537 0.104 0.071 -0.002
Si 0.098 54.753 16.4 -0.099 -0.065 0.043
Si 2.892 57.517 16.529 -0.114 -0.096 -0.029
Si 0.092 60.188 16.552 0.039 -0.043 0.11
Si 2.796 62.903 16.602 -0.042 0 0.079
Si 5.572 -0.005 16.53 -0.046 -0.047 0.108
Si 8.311 2.754 16.487 -0.021 -0.023 0.006
Si 5.473 5.498 16.5 -0.061 0.078 0.12
Si 8.274 8.268 16.428 0.021 -0.074 0.102
Si 5.533 10.988 16.367 0.11 -0.026 0.07
Si 8.354 13.819 16.456 -0.032 -0.089 0.067
Si 5.565 16.508 16.402 -0.102 0.007 0.071
Si 8.217 19.199 16.399 0.054 0.023 0.091
Si 5.356 21.907 16.415 0.066 0.016 0.001
Si 8.163 24.688 16.384 -0.029 0.055 0.045
Si 5.496 27.357 16.414 -0.018 -0.05 0.015
Si 8.227 30.107 16.429 -0.017 -0.002 -0.013
Si 5.433 32.778 16.192 0.008 -0.013 0.049
Si 8.198 35.579 16.134 0.074 -0.01 0.042
Si 5.436 38.256 16.248 0.041 0.122 0.08
Si 8.244 41.035 16.326 -0.063 -0.002 0.017
Si 5.413 43.626 16.555 0.025 0.051 -0.056
Si 8.19 46.361 16.48 -0.003 0.064 -0.044
Si 5.482 49.16 16.538 -0.048 -0.009 0.122
Si 8.198 51.888 16.488 0.034 -0.003 0.016
Si 5.563 54.651 16.602 0.034 0.003 0.132
Si 8.33 57.451 16.637 -0.136 0.028 0.048
Si 5.516 60.142 16.659 0.062 -0.035 -0.049
Si 8.222 62.872 16.639 -0.006 0.096 -0.006
Si 10.986 -0.006 16.535 0.105 0.021 0.089
Si 13.822 2.824 16.544 -0.084 -0.098 0.121
Si 11.022 5.49 16.477 -0.031 0.03 -0.011
Si 13.732 8.241 16.609 0.086 0.018 0.071
Si 11.023 10.995 16.646 -0.034 0.058 -0.01
Si 13.771 13.713 16.59 -0.088 0.001 0.03
Si 10.998 16.577 16.466 -0.049 -0.096 0.064
Si 13.653 19.196 16.545 0.1 0.031 0.041
Si 10.962 22.034 16.332 -0.08 -0.05 0.047
Si 13.693 24.753 16.341 -0.083 -0.053 0.011
Si 10.963 27.457 16.335 -0.015 -0.041 0.118
Si 13.722 30.18 16.429 -0.021 -0.039 0.129
Si 10.972 32.857 16.419 -0.052 -0.026 -0.008
Si 13.619 35.488 16.372 0.166 0.023 -0.015
Si 10.969 38.338 16.233 0.014 -0.148 0.011
Si 13.735 41.008 16.283 -0.111 -0.054 0.012
Si 11.018 43.824 16.356 -0.097 -0.096 0.139
Si 13.746 46.59 16.532 0.017 -0.14 0.127
Si 10.957 49.15 16.465 0.111 0.012 0.001
Si 13.725 51.926 16.41 0.084 -0.091 0.042
Si 10.957 54.655 16.466 0.011 0.066 0.023
Si 13.761 57.451 16.459 -0.066 0.002 0.092
Si 10.977 60.129 16.709 -0.058 0.094 0.02
Si 13.753 62.87 16.674 0.025 -0.037 -0.082
Si 1.451 1.495 18.054 0.067 0.004 0.072
Si 4.083 4.067 17.83 0.041 -0.021 -0.142
Si 1.426 6.815 18.003 -0.033 0.081 0.136
Si 4.161 9.565 17.658 0.048 -0.087 -0.171
Si 1.452 12.391 17.721 -0.123 0.068 -0.344
Si 4.22 15.207 17.809 0.011 -0.014 -0.234
Si 1.423 17.786 18.086 0.046 0.023 0.164
Si 3.985 20.592 17.868 -0.144 0.204 -0.007
Si 1.277 23.287 17.842 -0.052 -0.101 -0.098
Si 4.162 25.993 17.838 0.012 -0.103 -0.037
Si 1.323 28.795 17.709 -0.037 0.025 -0.083
Si 4.128 31.453 17.659 0.086 -0.016 0.021
Si 1.438 34.148 17.766 0.014 -0.018 0.049
Si 4.076 36.831 17.564 -0.112 -0.039 -0.177
Si 1.439 39.6 17.738 0.159 -0.077 -0.192
Si 4.046 42.28 18.044 -0.036 -0.049 0.3
Si 1.289 45.104 18.013 0.019 -0.014 0.234
Si 4.079 47.777 17.905 0.041 0.018 -0.167
Si 1.415 50.573 18.034 0.057 -0.058 0.136
Si 4.141 53.2 17.876 0.111 -0.124 -0.04
Si 1.457 56.161 17.742 0.053 0.108 -0.177
Si 4.187 58.791 18.084 -0.039 0.084 0.111
Si 1.46 61.506 18 -0.07 -0.023 0.13
Si 4.157 64.331 17.922 0.025 0.152 -0.143
Si 7.021 1.341 17.847 0.095 -0.049 -0.111
Si 9.66 4.153 17.827 0.111 -0.025 0.037
Si 6.848 6.977 17.766 -0.187 0.033 -0.097
Si 9.621 9.525 17.918 -0.029 -0.044 0.012
Si 6.958 12.369 17.658 0.047 -0.013 -0.265
Si 9.69 15.256 17.874 -0.165 0.066 -0.009
Si 6.909 17.818 17.83 0.12 -0.086 -0.014
Si 9.563 20.686 17.638 0.068 -0.078 -0.232
Si 6.708 23.325 17.704 -0.116 0.053 -0.071
Si 9.576 26.105 17.684 -0.068 0.128 -0.116
Si 6.889 28.69 17.804 0.048 -0.069 0.045
Si 9.591 31.524 17.792 0.069 -0.073 0.025
Si 6.815 34.201 17.414 0.005 -0.032 -0.291
Si 9.571 36.93 17.479 -0.012 -0.055 -0.219
Si 6.748 39.696 17.59 -0.222 0.111 0.046
Si 9.753 42.336 17.669 0.067 0.199 -0.189
Si 6.838 44.96 17.876 0.081 0.004 -0.064
Si 9.606 47.715 17.801 0.172 -0.181 0.128
Si 6.903 50.498 17.921 -0.132 0.047 -0.011
Si 9.551 53.297 17.807 -0.123 0.059 -0.095
Si 6.991 56.055 17.979 0.021 -0.177 -0.091
Si 9.63 58.776 18.183 0.062 -0.063 0.243
Si 6.891 61.469 18.046 0.085 -0.017 -0.061
Si 9.573 64.325 17.944 -0.093 -0.026 -0.107
Si 12.436 1.39 17.796 0.089 -0.061 -0.122
Si 15.169 4.251 17.956 -0.085 0.083 -0.177
Si 12.319 6.832 17.915 -0.006 -0.034 -0.082
Si 15.134 9.593 18.02 -0.008 0.123 0.182
Si 12.407 12.415 18.025 0.134 -0.093 0.061
Si 15.063 15.093 18.039 0.06 -0.103 -0.025
Si 12.281 17.881 17.97 -0.074 0.04 0.004
Si 14.941 20.551 17.992 -0.064 0.024 0.017
Si 12.292 23.458 17.682 0.08 -0.002 -0.148
Si 14.991 26.117 17.762 0.007 -0.017 -0.056
Si 12.321 28.804 17.768 -0.022 0.015 -0.055
Si 15.108 31.585 17.83 -0.043 -0.033 -0.042
Si 12.283 34.216 17.89 0.03 0.085 0.191
Si 15.003 36.779 17.76 -0.026 -0.025 -0.049
Si 12.352 39.675 17.62 0.113 -0.029 -0.048
Si 15.095 42.296 17.71 0.098 -0.044 -0.064
Si 12.33 45.206 17.825 -0.155 0.062 -0.047
Si 15.086 48.005 18.01 -0.076 0.037 -0.069
Si 12.35 50.563 17.784 0.031 -0.036 -0.207
Si 15.171 53.312 17.677 0.077 0.032 -0.225
Si 12.378 56.053 17.737 -0.036 0.104 -0.184
Si 15.127 58.798 17.869 -0.049 0.094 -0.135
Si 12.385 61.49 18.06 0.095 -0.066 0.019
Si 15.127 64.267 18.027 -0.013 -0.079 0.052
Si 0.17 3.039 19.404 0.03 -0.027 0.333
Si 2.895 0.133 19.386 0.066 -0.108 0.282
Si 0.185 8.244 19.485 0.026 0.008 0.276
Si 2.826 5.388 19.334 -0.159 0.037 0.148
Si 0.269 13.734 19.227 0.051 -0.087 0.19
Si 2.881 11.002 18.899 -0.006 -0.023 0.283
Si -0.121 19.081 19.439 -0.035 0.158 0.188
Si 3.005 16.426 19.446 0.073 0.13 0.237
Si -0.123 24.744 19.126 0.202 0.013 0.347
Si 2.536 21.888 19.323 -0.133 0.043 0.206
Si 0.106 30.212 19.178 0.035 -0.054 0.229
Si 2.696 27.425 19.006 0.061 -0.114 0.223
Si 0.09 35.483 19.164 -0.037 0.14 0.011
Si 2.881 32.825 19.14 0.079 -0.075 0.218
Si -0.033 40.85 19.078 -0.15 0.155 0.043
Si 2.883 38.191 19.022 -0.108 0.117 0.296
Si 0 46.654 19.44 0.176 -0.164 0.284
Si 2.553 43.643 19.502 -0.079 -0.029 0.179
Si 0.041 52.126 19.243 -0.082 0.068 0.228
Si 2.795 49.116 19.43 0.034 -0.146 0.099
Si 0.122 57.452 19.189 0.148 0.113 0.238
Si 2.748 54.723 18.985 0.062 0.017 0.086
Si 0.119 62.91 19.404 0.075 0.048 0.133
Si 2.765 60.126 19.515 -0.018 0.117 0.3
Si 5.545 2.675 19.005 -0.1 0.009 0.249
Si 8.348 0.128 19.434 0.036 -0.06 0.383
Si 5.473 8.364 19.162 0.121 -0.039 0.213
Si 8.2 5.57 19.02 0.133 -0.022 0.23
Si 5.689 13.813 18.955 0.026 -0.109 0.389
Si 8.209 10.997 19.084 -0.04 0.096 0.222
Si 5.483 19.244 19.033 0.138 0.004 0.148
Si 8.335 16.567 19.361 -0.103 0.021 0.276
Si 5.463 24.541 19.315 -0.129 0.055 0.193
Si 8.161 22.03 18.933 0.023 -0.121 0.232
Si 5.478 30.076 19.057 -0.07 0.007 0.261
Si 8.281 27.331 19.223 0.076 0.122 0.234
Si 5.505 35.487 18.81 -0.076 -0.019 0.223
Si 8.102 32.998 18.89 -0.02 0.013 0.186
Si 5.504 40.795 19.37 0.236 -0.144 0.093
Si 8.249 38.374 18.701 -0.028 -0.022 0.271
Si 5.431 46.327 19.206 -0.045 0.004 0.086
Si 8.342 43.543 19.065 -0.007 -0.058 0.219
Si 5.541 51.876 19.335 0.03 -0.034 0.065
Si 8.289 49.015 19.196 -0.083 0.116 0.145
Si 5.623 57.376 19.378 -0.103 0.01 0.15
Si 8.389 54.671 19.348 0.108 0.071 0.196
Si 5.489 62.912 19.235 -0.139 -0.041 0.255
Si 8.157 60.184 19.644 0.086 -0.109 0.153
Si 11.13 2.793 19.111 -0.027 0.127 0.3
Si 13.775 0.116 19.282 -0.175 -0.018 0.122
Si 10.929 8.092 19.348 -0.167 -0.021 0.277
Si 13.748 5.588 19.318 -0.036 -0.09 0.311
Si 11.025 13.919 19.271 -0.115 -0.116 0.274
Si 13.724 10.997 19.457 0.111 -0.074 0.146
Si 10.914 19.512 19.121 -0.032 0.139 0.34
Si 13.476 16.331 19.402 -0.004 -0.044 0.337
Si 10.962 24.827 19.038 0.061 0.056 0.294
Si 13.512 22.182 19.18 0.112 -0.052 0.289
Si 10.984 30.162 19.192 -0.049 -0.07 0.118
Si 13.687 27.461 19.194 -0.121 0.068 0.285
Si 10.732 35.675 19.074 -0.155 -0.037 0.233
Si 13.773 32.914 19.333 -0.028 0.045 0.152
Si 11.22 41.109 19.095 -0.031 0.026 0.602
Si 13.486 38.156 18.982 -0.083 0.035 0.303
Si 10.99 46.544 19.371 -0.075 -0.009 0.159
Si 13.789 43.75 18.965 -0.078 0.105 0.445
Si 10.938 51.918 19.038 -0.061 -0.115 0.165
Si 13.687 49.434 19.369 -0.079 0.109 0.28
Si 11.213 57.278 19.36 0.048 -0.039 0.278
Si 13.782 54.659 18.929 -0.003 -0.035 0.254
Si 10.945 62.969 19.249 0.045 0.072 0.088
Si 13.803 60.027 19.392 0.026 -0.13 0.204
Si 1.534 4.349 21.109 0.321 -0.218 -0.477
Si 4.71 1.165 20.628 -0.09 0.163 -0.004
Si 1.681 9.937 20.597 0.002 0.026 0.158
Si 4.472 6.615 20.404 0.082 0.03 0.26
Si 2.107 14.542 20.647 0.06 -0.11 0.412
Si 4.287 12.375 20.099 0.285 0.023 0.342
Si 0.72 20.929 20.719 0.249 -0.184 0.087
Si 4.499 17.954 20.702 -0.304 -0.083 -0.21
Si 1.517 25.902 20.35 -0.09 0.132 -0.138
Si 3.617 23.517 20.656 0.012 -0.124 -0.156
Si 1.871 31.183 20.536 -0.029 -0.071 0.08
Si 3.927 28.842 20.388 -0.065 0.046 0.026
Si 1.188 37.222 20.31 0.162 -0.166 0.321
Si 4.565 33.989 20.392 0.004 0.136 0.359
Si 1.022 42.039 20.794 0.212 -0.235 -0.29
Si 4.579 38.854 20.633 -0.159 0.021 0.028
Si 1.748 47.568 21.001 -0.334 0.311 -0.167
Si 3.934 45.226 20.706 -0.022 0.02 -0.047
Si 1.2 53.832 20.487 -0.068 0.185 0.261
Si 4.563 50.119 20.641 0.016 0.207 0.356
Si 1.055 58.943 20.858 0.191 -0.181 0.145
Si 4.294 55.732 20.406 -0.133 0.112 0.268
Si 1.758 64.145 20.676 0.048 -0.052 -0.127
Si 3.933 61.88 20.724 -0.044 0.013 -0.17
Si 6.667 4.301 20.197 0.161 -0.075 0.115
Si 10.06 1.463 20.714 0.012 -0.008 -0.237
Si 6.444 10.169 20.409 -0.256 0.171 0.218
Si 9.414 6.677 20.679 -0.131 0.18 -0.369
Si 7.265 14.704 20.485 0.152 -0.082 0.021
Si 9.475 12.552 20.281 -0.056 0.001 -0.046
Si 6.964 20.529 20.272 -0.106 0.106 0.044
Si 9.338 18.516 20.507 0.002 0.064 -0.001
Si 7.277 25.557 20.521 0.225 -0.311 0.08
Si 9.51 23.432 20.2 -0.109 0.048 0.288
Si 6.653 31.758 20.206 -0.01 -0.002 0.184
Si 9.879 28.572 20.581 -0.069 -0.055 -0.151
Si 6.892 36.958 19.934 0.248 0.007 0.428
Si 8.907 34.73 20.295 0.063 0.125 0.365
Si 7.391 41.848 20.447 0.304 -0.179 -0.097
Si 9.6 39.735 20.062 -0.086 -0.123 0.29
Si 6.729 47.77 20.524 0.07 -0.129 0.153
Si 9.873 44.658 20.466 -0.149 0.237 0.019
Si 6.667 53.59 20.548 -0.192 -0.079 -0.021
Si 9.772 50.389 20.406 -0.091 0.199 0.22
Si 6.782 58.623 21.051 0.122 -0.028 -0.277
Si 10.256 55.565 20.709 0.059 -0.141 -0.04
Si 6.716 64.384 20.561 0.046 0.183 0.009
Si 9.827 61.544 20.773 0.012 -0.001 -0.047
Si 12.705 3.84 20.572 0.149 0.089 -0.073
Si 14.998 1.753 20.509 -0.076 0.076 0.168
Si 12.401 9.339 20.711 0.109 0.145 -0.098
Si 14.749 7.228 20.746 0.02 -0.049 -0.213
Si 12.176 15.009 21.164 0.013 0.029 -0.301
Si 15.662 12.051 20.493 -0.139 0.234 0.019
Si 11.773 21.342 20.535 -0.171 -0.017 -0.196
Si 14.8 17.638 20.747 -0.007 -0.09 -0.211
Si 12.069 26.324 20.556 0.009 0.027 0.027
Si 14.996 23.395 20.61 -0.06 -0.046 -0.141
Si 12.631 31.218 20.552 -0.027 0.054 0.255
Si 14.915 29.059 20.483 0 0.067 0.019
Si 11.605 37.433 20.38 0.004 0.163 -0.104
Si 15.215 34.309 20.755 -0.03 0.059 0.027
Si 12.492 42.827 20.694 0.201 0.042 -0.602
Si 15.126 39.222 20.22 -0.1 -0.16 0.165
Si 12.06 48.388 20.767 -0.031 0.267 -0.307
Si 14.688 45.343 20.409 0.585 0.04 -0.289
Si 12.356 53.344 20.204 0.002 0.012 0.48
Si 14.659 51.332 20.573 -0.077 0.028 0.048
Si 13.03 58.119 20.747 0.165 -0.194 -0.205
Si 15.215 55.907 20.288 0.094 -0.051 0.265
Si 12.017 64.68 20.493 0.095 0.067 0.068
Si 15.327 61.289 20.679 -0.055 -0.086 0.111
Si -0.184 -0.135 22.517 -0.029 0.026 0.261
Si 2.202 3.021 23.781 0.006 0.136 0.394
Si -0.035 4.306 25.192 0.106 -0.123 0.225
Si 3.229 10.106 23.533 -0.011 0.116 0.317
Si -0.528 12.451 23.493 0.118 0.057 0.354
Si 1.357 14.799 23.756 0.082 -0.197 0.344
Si -0.123 19.799 23.461 0.002 0.055 0.127
Si 3.392 20.417 27.524 0.024 0.005 0.033
Si -0.789 16.87 23.45 0.018 0.006 0.338
Si 3.697 22.251 23.669 0.031 0.107 0.301
Si -0.179 27.28 22.659 0.248 0.071 0.01
Si 1.482 31.607 25.337 0.203 -0.062 0.218
Si 0.943 33.137 22.831 0.021 -0.082 0.213
Si 2.776 37.718 22.903 -0.084 -0.072 0.178
Si -0.646 41.93 23.438 0.239 -0.107 0.386
Si 2.634 44.029 24.828 0.004 0.069 0.518
Si 1.204 49.062 23.908 0.139 0.064 0.206
Si 3.03 52.788 29.765 0.134 -0.07 -0.3
Si 2.973 54.666 22.699 0.017 0.012 0.079
Si 1.756 58.888 23.797 -0.157 -0.06 0.417
Si -2.387 63.426 22.388 -0.069 -0.138 0.227
Si -2.632 66.31 27.087 -0.027 -0.067 0.116
Si 7.239 -1.995 25.517 -0.142 0.081 0.281
Si 4.514 4.818 24.519 0.097 -0.001 0.355
Si 10.935 11.056 22.718 -0.223 0.121 0.111
Si 5.521 11.38 25.052 -0.005 0.003 0.123
Si 6.23 16.307 22.751 -0.099 0.008 0.413
Si 3.797 16.506 24.619 -0.068 0.129 0.221
Si 6.116 20.971 23.106 0.145 -0.099 0.247
Si 8.701 20.821 24.662 -0.014 -0.106 0.302
Si 5.501 26.429 25.243 -0.163 -0.204 0.355
Si 5.889 27.564 22.404 -0.185 -0.029 0.103
Si 7.923 29.968 22.394 0.06 0.335 0.251
Si 9.13 33.874 23.327 -0.217 0.064 0.344
Si 4.644 42.017 25.021 -0.024 -0.075 0.572
Si 3.079 41.827 22.766 -0.289 -0.117 0.548
Si 5.514 43.175 22.395 0.034 0.065 0.23
Si 6.73 49.934 24.594 0.005 -0.072 0.363
Si 3.974 49.621 23.634 0.14 -0.072 0.482
Si 8.152 52.039 22.696 0.116 -0.105 0.206
Si 2.899 57.197 26.256 0.105 -0.103 0.227
Si 9.11 57.412 23.019 -0.001 -0.177 0.143
Si 4.636 59.996 22.937 0.013 0.067 0.289
Si 8.126 62.754 22.919 -0.044 0.149 0.256
Si 9.043 3.697 27.242 -0.207 -0.081 0.109
Si 10.429 4.086 22.324 0.084 -0.012 0.045
Si 16.796 9.494 24.216 0.06 0.15 0.404
Si 10.998 4.857 25.184 0.116 0.092 0.283
Si 12.989 13.137 23.458 -0.011 0.303 0.256
Si 13.345 19.763 22.646 0.179 -0.145 0.139
Si 8.559 22.821 26.866 -0.185 -0.066 0.034
Si 13.837 25.179 22.915 -0.003 -0.042 0.085
Si 11.866 32.85 23.114 0.038 -0.015 0.361
Si 12.693 37.482 24.649 -0.137 0.049 0.294
Si 13.045 35.668 22.427 0.067 0.166 0.351
Si 13.569 36.744 29.158 -0.042 0.029 -0.296
Si 14.341 39.499 23.253 0.151 -0.259 0.369
Si 14.373 44.206 22.904 0.019 -0.405 0.278
Si 12.639 46.367 22.509 0.167 0.015 0.296
Si 7.189 46.968 23.551 -0.153 0.281 0.348
Si 15.619 51.33 23.54 -0.071 0.191 0.461
Si 12.867 60.867 25.047 0.065 -0.02 0.457
Si 11.332 59.613 22.7 0.101 0.226 0.206
Si 13.872 63.734 25.54 0.021 -0.141 0.526
Si 2.546 1.064 26.053 -0.007 0.15 0.294
Si 1.512 3.589 27.808 0.115 -0.048 0.014
Si 0.067 6.526 23.015 -0.031 -0.08 0.487
Si 7.572 8.373 22.714 0.015 0.032 0.093
Si 4.277 16.868 30.101 -0.055 -0.068 -0.152
Si 4.877 17.721 27.235 0.158 0.101 -0.002
Si 3.805 19.276 23.303 0.069 -0.169 0.337
Si 4.438 24.425 28.644 -0.091 0.048 -0.075
Si 0.786 28.681 25.27 0.147 0.187 0.317
Si 4.513 32.807 25.485 0.021 -0.134 0.098
Si 3.539 34.895 23.239 0.103 -0.111 0.395
Si 11.494 41.416 27.499 0.034 0.009 -0.035
Si 6.289 41.173 27.485 -0.007 0.138 0.054
Si 4.345 46.751 24.66 -0.084 0.138 0.37
Si 2.746 54.267 26.903 0.057 -0.08 0.058
Si 0.772 53.972 24.685 -0.031 -0.121 0.358
Si 4.777 55.205 25.021 -0.07 0.017 0.292
Si -1.01 58.28 27.71 -0.083 0.077 0.139
Si 6.39 66.054 29.349 -0.219 0.06 -0.232
Si 5.948 3.04 22.67 0.016 -0.041 0.105
Si 9.364 4.244 31.468 -0.091 -0.058 -0.218
Si 7.674 8.695 29.057 -0.031 0.138 -0.254
Si 8.352 10.567 24.567 -0.236 0.132 0.183
Si 8.286 13.749 31.556 -0.041 -0.018 -0.403
Si 8.783 16.776 24.705 -0.029 -0.248 0.194
Si 10.639 18.98 23.384 -0.233 0.062 0.329
Si 5.836 21.953 28.103 0.048 0.03 -0.107
Si 8.28 25.886 26.721 -0.102 -0.021 -0.007
Si 9.917 31.165 26.583 -0.016 0.266 -0.047
Si 10.238 35.878 25.3 0.033 -0.012 0.188
Si 12.167 33.346 25.88 -0.13 0.006 0.181
Si 3.733 37.405 30.287 -0.078 0.098 -0.395
Si 13.401 39.022 27.165 0.048 -0.046 0.063
Si 9.75 45.344 23.354 -0.092 -0.147 0.328
Si 8.934 50.048 26.545 -0.053 -0.04 -0.074
Si 10.186 52.285 24.891 0.084 -0.194 0.345
Si 10.827 53.856 27.364 0.044 -0.001 0.016
Si 7.575 56.328 25.588 -0.192 0.007 0.384
Si 6.678 60.976 24.754 -0.036 0.039 0.507
Si 5.508 65.855 26.599 0.008 -0.059 0.055
Si 6.512 2.954 25.572 -0.089 0.075 0.275
Si 13.496 3.635 26.113 0.049 -0.104 0.143
Si 11.278 7.325 26.933 -0.146 0.083 -0.004
Si 18.642 6.076 29.575 -0.002 -0.17 -0.393
Si 11.293 15.52 24.119 0.022 -0.185 0.151
Si 13.501 16.794 25.787 -0.003 -0.022 0.239
Si 7.961 18.624 26.869 0.043 0.007 0.072
Si 14.625 22.249 27.117 0.027 0.135 -0.003
Si 9.701 20.558 28.774 -0.088 -0.045 -0.178
Si 13.619 25.072 26.065 0.184 0.083 0.191
Si 9.779 28.354 26.57 -0.092 -0.073 -0.177
Si 14.51 34.223 27.876 0 0.073 -0.066
Si 7.793 43.818 27.58 -0.093 0.095 -0.109
Si 17.043 39.45 24.515 -0.1 -0.143 0.186
Si 11.94 45.707 27.804 -0.048 -0.008 -0.033
Si 15.769 47.959 29.204 -0.041 -0.064 -0.254
Si 14.11 53.802 29.093 0.002 0.003 -0.212
Si 12.46 51.487 28.03 -0.002 0.057 -0.15
Si 15.392 56.494 25.516 -0.077 0.206 -0.016
Si 10.749 60.023 27.064 0.029 0.032 0.117
Si 15.655 59.418 25.081 0.059 -0.12 0.228
Si -0.195 -0.272 25.719 0.006 -0.165 0.41
Si -0.045 2.983 30.394 0.15 0.097 -0.375
Si -0.837 5.945 30.237 0.137 -0.133 -0.348
Si -0.353 8.431 26.962 0.071 0.012 0.021
Si -2.03 10.106 29.168 0.087 0.176 -0.251
Si 2.293 11.596 29.401 0.044 0.04 -0.478
Si 0.375 20.521 26.448 -0.008 -0.007 0.224
Si 2.018 18.465 31.625 0.065 -0.026 -0.342
Si -4.076 27.107 27.941 0.059 0.039 -0.086
Si 2.96 27.065 26.678 -0.099 0.015 0.049
Si 0.548 32.525 28.058 -0.017 0.037 -0.043
Si 2.847 33.06 29.908 0.146 0.093 -0.457
Si 0.458 43.497 26.951 0.088 -0.044 0.139
Si 2.496 41.501 31.522 0.046 0.008 -0.4
Si -1.532 45.818 27.32 -0.069 0.011 0.038
Si 3.302 47.319 27.541 0.093 0.049 0.052
Si 3.262 49.645 29.581 0.098 0.057 -0.386
Si -2.066 60.199 31.217 0.012 -0.139 -0.492
Si -2.952 65.093 30.048 -0.086 -0.088 -0.323
Si 3.878 57.88 29.068 0.077 -0.058 -0.321
Si 5.158 2.489 30.691 0.067 0.041 -0.256
Si 7.925 -5.21 29.718 -0.131 0.065 -0.421
Si 4.858 12.369 27.826 0.098 0.078 -0.13
Si 4.736 7.403 23.302 0.044 0.039 0.29
Si 3.877 12.186 32.074 0.04 0.099 -0.18
Si 5.404 9.602 27.376 0.033 -0.12 0.063
Si 6.404 18.289 31.774 -0.328 -0.219 -0.329
Si 3.439 24.486 25.633 -0.058 0.013 0.168
Si 7.384 20.947 30.561 0.063 0.13 -0.396
Si 6.39 30.578 32.283 0.128 0.128 -0.365
Si 7.462 31.853 24.78 -0.137 0.314 0.327
Si 8.854 37.004 27.902 0.055 -0.016 -0.139
Si 8.885 39.959 28.405 0.033 -0.016 -0.123
Si 4.591 45.235 29.601 0.119 -0.109 -0.494
Si 10.289 43.725 25.931 -0.04 -0.039 0.313
Si 8.463 53.137 30.488 -0.046 -0.054 -0.199
Si 9.792 47.844 28.44 -0.081 0.07 -0.228
Si 5.641 53.93 31.339 0.072 -0.087 -0.458
Si 8.471 55.133 28.307 -0.086 0.129 0.1
Si 8 59.056 26.872 0.021 -0.123 0.033
Si 9.335 1.67 29.575 -0.088 0.023 -0.18
Si 9.738 10.126 27.32 -0.064 -0.031 0.023
Si 14.028 6.346 27.614 0.046 -0.001 -0.076
Si 13.884 14.335 27.69 -0.047 -0.012 -0.085
Si 15.795 12.861 29.346 -0.012 0.079 -0.102
Si 12.551 20.241 30.136 -0.05 -0.055 -0.241
Si 11.231 27.999 30.613 -0.198 0.146 -0.238
Si 16.184 23.148 29.678 0.171 -0.02 -0.296
Si 6.907 26.039 29.414 -0.164 0.015 -0.226
Si 15.189 27.404 27.167 0.147 0.098 0.005
Si 10.757 35.969 30.096 0.071 -0.043 -0.303
Si 14.857 32.417 30.167 -0.024 0.069 -0.502
Si 12.415 43.311 29.709 0.014 -0.056 -0.299
Si 14.419 38.28 31.547 0.046 -0.056 -0.277
Si 11.803 47.995 32.363 0.148 0.031 -0.029
Si 16.408 40.393 30.273 0.117 0.009 -0.31
Si 13.142 51.956 25.131 -0.115 0.131 0.286
Si 13.284 49.667 30.183 0.095 0.202 -0.399
Si 11.135 54.16 31.804 -0.131 0.145 -0.451
Si 12.877 56.158 30.362 0.016 -0.018 -0.305
Si 15.7 57.643 30.672 -0.109 0.131 -0.298
Si 2.38 1.711 31.883 0.12 0.073 -0.39
Si 1.059 9.318 32.669 0.1 -0.044 -0.121
Si 2.491 8.75 28.126 0.029 -0.002 -0.143
Si -0.921 17.341 32.329 0.06 -0.012 -0.109
Si 3.337 7.479 32.011 0.16 -0.296 -0.274
Si 2.336 21.291 30.288 -0.149 -0.027 -0.295
Si -0.054 26.301 29.815 0.31 -0.051 -0.208
Si 4.177 22.964 32.339 -0.099 0.059 0.041
Si 2.563 31.881 32.623 0.065 -0.142 -0.138
Si 5.39 27.789 31.385 -0.127 -0.229 -0.352
Si 1.723 35.572 31.48 0.084 0.078 -0.243
Si 5.566 33.465 28.445 -0.041 -0.061 -0.336
Si 4.042 40.43 29.478 0.018 0.105 -0.208
Si 6.27 36.384 29.152 -0.149 -0.088 -0.439
Si 1.204 48.398 31.706 -0.013 0.144 -0.464
Si 6.453 47.865 32.593 0.22 0.217 -0.385
Si 1.723 53.789 32.235 -0.03 -0.054 -0.223
Si 6.271 48.819 29.741 -0.065 0.291 -0.606
Si 2.186 56.724 31.483 -0.07 0.048 -0.478
Si 6.399 56.687 29.872 0.098 -0.124 -0.369
Si 1.502 64.398 32.571 -0.051 -0.024 -0.193
Si 5.57 59.357 31.03 0.028 -0.069 -0.462
Si 6.397 7.894 31.521 0.109 0.016 -0.25
Si 5.555 14.039 30.226 -0.059 0.17 -0.379
Si 6.284 5.022 31.572 -0.094 -0.157 -0.296
Si 8.46 16.363 32.709 0.139 -0.094 -0.015
Si 10.758 12.108 31.448 0.052 0.039 -0.395
Si 2.894 26.54 29.824 -0.07 -0.114 -0.256
Si 6.911 23.918 31.614 -0.008 -0.08 -0.327
Si 7.547 31.838 29.984 0.071 0.057 -0.451
Si 9.091 29.578 28.932 -0.004 0.224 -0.143
Si 6.151 36.983 32.094 -0.014 -0.075 -0.404
Si 12.541 30.813 31.207 0.022 0.124 -0.314
Si 7.132 46.341 28.593 -0.047 0.18 -0.275
Si 11.256 38.692 31.762 0.029 -0.068 -0.363
Si 4.525 45.354 32.605 -0.002 -0.23 -0.467
Si 10.106 45.42 32.477 -0.115 -0.145 -0.202
Si 8.804 50.432 29.379 -0.085 -0.024 -0.022
Si 9.352 43.52 30.393 -0.039 -0.044 -0.401
Si 9.141 62.614 27.871 0.049 -0.132 -0.024
Si 9.538 59.301 32.264 -0.105 0.018 -0.143
Si 6.353 65.917 32.095 -0.318 0.1 -0.367
Si 9.152 64.478 32.464 0.1 -0.205 -0.278
Si 9.379 6.014 29.02 -0.129 -0.029 -0.187
Si 14.482 1.317 32.101 -0.038 -0.019 -0.28
Si 12.016 11.857 28.499 0.049 0.063 -0.224
Si 14.708 8.435 31.684 -0.048 -0.036 -0.482
Si 14.315 15.282 30.382 0.244 -0.231 -0.295
Si 12.442 14.444 32.551 0.243 0.022 -0.126
Si 11.069 19.952 32.756 0.093 0.038 -0.201
Si 14.184 19.421 27.624 0.057 -0.078 -0.099
Si 14.479 22.213 31.999 -0.036 -0.109 -0.321
Si 10.331 32.956 31.109 -0.19 0.225 -0.385
Si 14.771 27.131 32.392 0.316 0.026 -0.158
Si 15.343 34.606 32.412 -0.118 0.071 -0.195
Si 9.01 40.618 31.28 0.055 0.135 -0.331
Si 14.754 42.463 31.722 -0.045 -0.026 -0.234
Si 16.274 40.393 27.176 0.024 -0.086 0.11
Si 17.014 47.53 26.6 0.048 0.053 0.068
Si 19.089 42.94 29.094 0.088 0.054 -0.258
Si 13.74 54.573 26.453 -0.13 0.09 -0.099
Si 13.589 52.492 31.51 0.082 -0.112 -0.391
Si 12.706 58.804 28.95 0.04 0.064 -0.23
Si 12.344 58.9 32.895 0.1 -0.01 -0.106
Si 10.556 64.571 29.764 0.249 -0.008 -0.304
Si 15.206 63.138 31.518 -0.201 -0.097 -0.352
O -0.932 0.539 -1.23 0.276 0.027 0.524
O 1.023 -0.857 -0.292 -0.06 0 0.094
O 2.725 2.188 -0.984 -0.161 0.31 0.38
O 1.252 2.735 -3.055 -0.103 -0.019 0.284
O -1.128 6.347 -0.16 -0.3 0.256 0.054
O 1.039 4.288 -0.289 0.303 -0.29 0.328
O 3.254 6.997 -0.801 0.121 -0.153 0.242
O 1.053 8.388 -0.352 0.01 -0.183 -0.058
O -1.057 12.102 -0.311 -0.239 -0.014 0.332
O 1.13 10.823 -1.07 0.187 -0.071 0.073
O 1.426 14.884 -0.346 -0.031 0.006 0.571
O 3.142 13.282 -1.356 -0.23 0.13 0.23
O -0.711 16.21 -0.916 -0.174 0.021 0.048
O -1.973 18.41 -1.38 -0.107 0.047 0.319
O 2.857 18.528 -1.351 0.349 0.232 0.329
O 1.772 19.962 -3.351 0.008 -0.129 0.193
O -0.928 21.334 -1.412 0.238 -0.072 -0.04
O 1.341 20.401 -0.363 -0.102 0.026 0.105
O 1.637 25.778 -0.401 -0.126 -0.27 0.515
O 3.154 23.841 -1.147 -0.013 0.016 0.086
O -0.189 27.241 -1.268 0.014 0.055 -0.113
O -1.276 26.691 -3.54 -0.474 0.028 0.355
O 2.611 30.337 -1.242 0.103 0.206 -0.025
O 3.994 28.484 -0.207 0.312 -0.128 0.023
O -0.728 34.08 -0.458 -0.079 -0.104 -0.081
O 1.086 32.437 -1.334 -0.171 -0.117 0.063
O 2.566 35.374 -1.515 -0.073 -0.303 0.238
O 2.091 34.343 -3.869 -0.156 0.075 0.046
O -2.198 41.305 -1.606 -0.327 -0.276 0.514
O 1.127 37.09 -0.372 0.193 -0.245 -0.03
O 2.481 41.748 -1.263 -0.238 0.033 0.182
O 4.076 39.693 -0.576 0.038 0.246 0.454
O 3.033 41.402 -5.78 0.003 0.097 -0.152
O 4.074 43.804 -5.365 0.164 -0.005 0.132
O 3.3 45.352 -0.714 -0.179 0.212 0.079
O 1.921 47.318 -1.679 0.014 -0.08 0.587
O 0.336 49.346 -1.657 -0.204 0.072 0.327
O -1.45 50.593 -0.315 -0.128 0.205 0.073
O 4.065 50.837 -0.459 0.09 -0.012 0.429
O 2.492 52.819 -1.098 -0.098 0.033 -0.005
O 0.284 54.141 -1.436 -0.216 0.078 0.286
O -1.376 55.97 -0.453 -0.254 0.013 0.066
O 2.734 57.676 -1.686 -0.102 0.03 0.571
O 5.269 54.224 -1.478 -0.262 0.107 0.396
O 1.054 59.212 -0.431 0.111 0.091 0.408
O -1.002 61.295 -0.292 -0.066 -0.075 0.009
O 2.712 63.348 -1.489 -0.087 -0.243 -0.114
O 4.162 61.587 -0.39 0.154 0.193 -0.166
O 5.279 0.015 -1.094 -0.134 -0.206 0.241
O 6.208 1.909 -2.565 0.349 -0.132 0.375
O 7.072 3.597 -0.002 -0.308 0.395 0.185
O 9.232 1.643 -0.099 0.027 -0.042 0.572
O 5.58 5.224 -1.344 -0.146 0.307 0.036
O 4.813 8.161 -2.561 -0.033 0.151 0.235
O 6.635 9.772 -0.302 0.211 -0.343 -0.032
O 7.432 7.766 -1.584 0.311 0.146 0.216
O 2.282 8.724 -2.615 -0.001 0.075 -0.168
O 4.551 11.072 -1.315 0.012 -0.089 0.253
O 9.491 12.13 0.015 0.329 0.056 -0.273
O 5.609 17.858 -1.224 -0.093 0.059 0.263
O 7.208 15.798 -0.74 -0.165 0.056 0.161
O 9.63 16.985 -0.707 -0.142 0.094 -0.082
O 7.179 20.575 -0.26 -0.227 0.012 0.097
O 6.72 19.856 -2.825 0.021 -0.02 0.299
O 5.007 21.89 -1.143 0.06 0.076 0.056
O 7.868 30.26 -4.649 0.037 -0.011 0.301
O 7.528 24.526 -1.39 0.249 0.183 0.27
O 3.934 27.373 -3.63 0.224 0.297 0.166
O 5.64 27.018 -1.562 0.221 -0.207 0.37
O 7.853 29.995 -1.666 0.165 0.113 -0.007
O 9.681 28.742 -0.466 -0.251 -0.052 -0.141
O 6.717 32.326 -5.717 0.253 -0.129 -0.051
O 3.755 32.801 -1.062 0.33 0.326 0.142
O 6.838 35.806 -1.357 -0.017 -0.084 0.326
O 9.135 34.509 -0.566 -0.049 -0.138 0.295
O 6.874 36.802 -3.751 0.206 0.253 0.437
O 6.287 38.321 -1.353 0.179 -0.014 0.22
O 6.911 42.299 -0.535 -0.339 0.321 0.02
O 8.416 40.341 -1.597 0.014 0.203 0.415
O 5.353 43.987 -1.504 -0.301 -0.022 -0.168
O 3.981 45.411 -3.294 -0.115 0.11 0.442
O 9.303 45.528 -0.486 -0.143 0.006 0.346
O 7.828 47.564 -0.994 -0.103 0.148 0.208
O 6.801 47.97 -3.365 0.221 -0.081 0.591
O 5.832 49.268 -1.271 -0.05 0.026 0.126
O 9.259 50.962 -0.337 0.228 -0.308 0.746
O 9.017 50.984 -6.514 0.186 0.07 -0.04
O 7.226 53.032 -0.242 -0.265 0.168 0.132
O 2.499 55.2 -2.42 0.154 0.04 0.245
O 8.959 59.857 -3.529 0.119 -0.003 0.435
O 8.517 58.227 -1.377 0.014 0.079 0.385
O 6.475 60.593 -3.937 -0.058 0.166 0.185
O 5.289 59.646 -1.764 0.005 0.04 0.625
O 6.736 64.032 0.229 -0.019 -0.074 0.188
O 8.723 63.101 -1.141 -0.227 -0.308 0.386
O 10.417 -0.394 -1.183 0.136 -0.165 0.12
O 5.918 -0.43 -3.707 -0.025 0.163 0.161
O 13.807 2.502 -1.404 -0.078 0.114 0.151
O 12.292 4.039 -0.117 0.323 -0.256 -0.02
O 10.166 4.539 -1.513 0.188 0.028 0.37
O 7.77 4.409 -2.678 0.153 0.081 0.056
O 13.946 9.121 -3.972 -0.113 -0.35 0.167
O 13.803 8.385 -1.338 -0.213 -0.289 0.13
O 11.661 11.949 -4.281 -0.167 0.164 0.286
O 10.805 10.822 -1.888 0.16 -0.047 0.475
O 13.767 13.846 -1.13 0.109 0.294 0.155
O 12.898 14.946 -3.29 -0.433 -0.185 0.282
O 11.873 15.654 -0.927 0.226 0.188 -0.1
O 9.501 19.548 -1.287 -0.195 -0.385 0.233
O 9.385 21.959 -6.401 0.034 0.107 0.138
O 12.118 19.399 -0.495 0.025 -0.059 0.05
O 9.449 23.106 -0.422 -0.084 0.251 0.365
O 11.191 21.573 -1.405 -0.082 0.041 -0.07
O 13.751 23.297 -1.386 0.039 0.185 0.175
O 13.743 26.009 -1.323 -0.236 -0.225 -0.237
O 11.004 27.324 -2.273 -0.12 -0.312 0.689
O 9.834 28.569 -4.408 0.066 -0.287 0.28
O 12.697 30.814 -1.526 0.232 0.055 0.373
O 14.141 28.629 -1.711 -0.254 -0.007 0.015
O 11.506 31.93 -3.781 -0.037 -0.225 0.02
O 10.317 32.606 -1.684 0.221 -0.247 0.35
O 12.173 36.778 -0.393 -0.153 0.055 0.208
O 13.938 35.375 -1.606 0.115 -0.16 0.202
O 10.556 40.044 -3.244 0.234 -0.051 -0.137
O 10.63 38.687 -1.125 -0.131 0.231 0.114
O 20.407 41.03 -3.37 0.077 -0.125 0.369
O 15.681 41.823 -3.838 -0.26 0.331 0.243
O 12.231 42.355 -0.282 -0.04 -0.154 0.025
O 11.216 44.306 -1.48 0.207 -0.144 -0.044
O 12.933 47.408 -1.002 0.238 0.108 0.095
O 14.672 45.427 -0.606 0.301 0.117 0.247
O 12.514 48.514 -3.376 -0.187 -0.379 0.298
O 11.004 49.233 -1.318 -0.167 -0.077 -0.085
O 12.046 52.951 -3.188 0.021 -0.169 0.05
O 13.82 52.72 -1.286 0.038 0.186 0.442
O 11.066 53.986 -0.961 0.136 -0.203 0.332
O 9.64 56.111 -0.323 0.073 -0.043 0.329
O 13.317 57.606 -1.344 -0.234 -0.11 -0.21
O 13.182 60.218 -2.006 -0.006 -0.112 0.409
O 9.851 60.509 -1.023 0.054 0.362 0.312
O 11.898 59.141 0.057 -0.048 0.141 0.055
O 14.236 63.269 -1.527 -0.101 -0.23 0.499
O 9.634 64.036 -3.397 -0.31 0.019 0.199
O 2.249 3.214 22.145 -0.219 0.017 -0.395
O 1.101 5.673 22.04 -0.038 -0.191 -0.018
O 5.609 -0.141 21.106 -0.119 -0.036 -0.45
O 4.807 2.042 22.051 -0.044 0.118 -0.131
O 0.347 10.866 20.838 -0.345 0.023 0.037
O 2.614 10.117 22.009 -0.167 -0.31 -0.571
O 5.684 5.53 20.696 -0.205 0.004 -0.338
O 3.948 7.03 21.926 -0.297 0.1 -0.312
O 1.68 15.024 22.18 -0.02 -0.043 -0.314
O 0.086 15.725 24.158 -0.183 0.21 0.076
O 5.335 11.337 20.937 -0.016 -0.396 -0.626
O 3.241 13.333 21.016 -0.184 0.209 -0.488
O 1.915 20.751 26.928 -0.168 0.088 -0.213
O 0.794 20.548 22.348 0.29 0.029 -0.223
O 5.803 17.371 21.572 0.124 0.434 -0.289
O 3.554 18.889 21.724 -0.201 -0.283 -0.255
O 2.655 24.839 20.876 0.052 -0.01 -0.309
O 0.915 26.513 21.745 -0.198 -0.151 -0.188
O 5.316 22.13 23.938 0.08 0.21 0.069
O 3.577 22.883 22.184 0.157 0.109 -0.082
O 1.478 31.848 21.993 -0.037 -0.25 -0.277
O 0.71 32.69 24.387 -0.029 0.155 -0.245
O 4.481 27.872 21.624 0.179 0.096 0.065
O 2.918 29.985 21.063 -0.125 0.137 -0.365
O 1.846 36.94 21.806 -0.152 -0.322 -0.311
O 3.483 36.468 23.725 -0.048 0.173 -0.25
O 5.562 32.772 20.955 0.102 0 -0.646
O 4.302 34.829 21.799 0.022 0.097 -0.442
O -0.242 42.218 21.868 -0.072 0.233 -0.067
O 3.694 41.042 24.083 -0.104 -0.131 -0.198
O 3.806 38.739 22.125 0.136 0.099 -0.325
O 2.061 41.094 21.729 -0.063 0.255 -0.177
O 1.24 48.279 22.45 -0.04 -0.252 -0.48
O 2.853 46.358 21.339 0.236 -0.188 -0.291
O 5.602 42.918 24.024 -0.025 0.124 -0.3
O 4.967 44.659 21.921 0.003 -0.128 -0.041
O 4.269 54.227 26.256 -0.027 0.022 -0.002
O 2.371 53.487 21.693 -0.331 -0.093 -0.015
O 4.129 50.413 22.221 -0.222 0.228 -0.469
O 2.493 50.041 24.14 -0.109 0.066 -0.25
O -0.001 60.164 21.263 -0.035 -0.053 -0.371
O 1.323 58.201 22.362 -0.222 -0.022 -0.627
O 3.342 55.987 21.782 0.326 0.092 -0.169
O 4.177 56.705 25.354 0.104 -0.073 -0.052
O 1.275 64.922 22.066 -0.056 -0.006 -0.08
O -0.28 65.647 24.125 0.149 -0.033 -0.497
O 2.841 63.022 21.233 0.087 -0.184 -0.174
O 4.625 61.434 22.168 -0.089 0.08 -0.073
O 7.101 3.467 21.594 0.118 -0.113 -0.21
O 3.015 4.203 24.575 0.035 -0.186 0.051
O 9.874 2.557 21.988 -0.245 -0.082 -0.152
O 10.398 4.125 26.497 0.37 -0.167 -0.016
O 7.064 9.642 21.835 -0.015 0.098 -0.045
O 8.723 10.594 26.148 -0.263 -0.065 0.001
O 8.728 7.574 21.887 0.026 -0.221 -0.134
O 9.83 5.219 21.315 0.11 0.07 0.283
O 4.867 15.95 23.545 -0.022 -0.271 -0.132
O 6.644 14.953 21.988 -0.058 -0.179 -0.256
O 10.428 11.97 21.483 -0.06 0.161 -0.049
O 8.326 13.519 20.968 0.034 0.28 -0.426
O 7.446 16.767 23.757 -0.076 0.012 -0.195
O 6.036 21.213 21.486 0.139 0.105 -0.255
O 8.072 19.503 20.965 0.042 -0.174 -0.304
O 10.29 18.531 21.864 0.006 0.026 0.006
O 6.605 26.19 21.895 0.006 -0.118 -0.021
O 8.443 24.43 21.079 -0.095 0.412 -0.47
O 10.531 22.383 21.049 0.147 -0.08 -0.375
O 7.649 31.231 21.409 -0.087 0.135 -0.057
O 7.8 30.499 23.932 0.056 -0.269 -0.213
O 9.357 29.294 21.992 -0.049 -0.14 -0.167
O 10.982 27.451 21.117 0.071 0.155 -0.441
O 7.883 35.954 20.839 0.013 -0.439 -0.426
O 5.906 37.868 20.926 -0.336 0.296 -0.324
O 10.336 32.832 23.694 0.091 -0.346 0.229
O 9.247 33.995 21.725 0.199 -0.188 -0.271
O 4.362 42.163 21.802 -0.151 -0.021 -0.111
O 6.944 42.726 21.784 0.046 0.229 0.204
O 8.527 40.691 20.969 -0.115 0.215 -0.487
O 10.491 38.582 20.919 0.399 -0.268 -0.378
O 7.151 46.96 21.916 -0.13 -0.066 -0.48
O 5.747 49.009 20.982 -0.096 -0.009 -0.099
O 9.123 44.851 21.938 -0.276 0.136 -0.168
O 11.072 43.606 20.905 -0.111 0.19 0.134
O 5.424 54.626 20.925 -0.013 0.139 -0.232
O 7.233 53.196 22.04 -0.113 -0.039 0.039
O 8.849 51.172 21.519 0.15 0.108 -0.231
O 7.205 51.116 23.614 0.125 0.048 -0.023
O 5.389 58.972 21.906 0.259 0.083 -0.268
O 7.818 57.914 22.137 -0.412 0.16 -0.296
O 9.846 56.236 22.162 0.012 -0.046 -0.018
O 11.387 54.369 21.136 -0.175 0.344 -0.413
O 6.15 62.428 25.283 0.047 -0.022 0.117
O 7.119 63.539 21.92 0.121 -0.044 -0.124
O 10.851 60.365 21.331 -0.226 0.148 -0.28
O 9.504 62.475 22.12 0.205 0.059 -0.262
O 12.034 4.207 22.039 0.071 -0.138 0.059
O 10.675 6.48 28.178 -0.024 -0.087 0.013
O 13.815 2.737 21.12 0.081 -0.041 -0.545
O 15.847 1.299 21.861 -0.016 0.08 0.082
O 13.649 8.378 21.229 -0.048 -0.273 -0.105
O 11.471 9.651 22.071 0.201 0.01 -0.268
O 16.854 8.121 23.286 0.053 -0.192 -0.225
O 15.063 6.496 22.206 0.076 -0.191 -0.256
O 13.031 13.801 21.934 0.25 -0.225 0.073
O 11.453 15.826 22.472 0.209 0.05 -0.382
O 15.602 12.839 21.943 -0.194 0.093 -0.172
O 14.456 12.945 24.182 -0.199 0.262 0.066
O 12.543 20.998 21.961 0.072 0.115 0.134
O 12.261 18.993 23.607 0.075 0.041 -0.036
O 15.133 16.474 21.936 -0.157 0.19 -0.355
O 13.835 18.779 21.444 -0.038 0.098 -0.142
O 12.585 25.644 21.978 -0.218 0.122 -0.344
O 16.124 22.228 20.852 0.176 -0.237 -0.083
O 14.507 23.88 22.144 0.188 -0.191 -0.483
O 12.02 31.674 22.032 0.098 -0.179 -0.276
O 12.777 32.765 24.467 0.125 -0.131 -0.299
O 15.665 28.591 21.879 0.037 0.073 -0.118
O 13.744 30.091 21.053 0.103 0.123 -0.415
O 12.082 36.818 21.819 -0.103 0.118 0.074
O 17.128 31.546 26.78 0.035 -0.012 -0.06
O 15.993 33.635 22.068 -0.134 -0.008 -0.478
O 14.352 35.54 21.47 0.087 -0.276 -0.016
O 13.329 43.143 22.133 -0.228 -0.118 -0.187
O 14.355 39.568 21.636 -0.071 -0.041 -0.14
O 16.078 33.832 27.573 0.057 -0.028 -0.004
O 16.356 38.235 20.721 -0.105 0.015 -0.446
O 12.772 47.982 22.249 0.1 -0.076 -0.041
O 10.928 49.529 21.24 -0.065 -0.205 -0.322
O 13.174 45.833 21.008 0.006 0.15 -0.063
O 15.431 44.825 21.805 -0.189 -0.048 -0.172
O 13.424 52.374 21.079 0.298 -0.273 -0.296
O 16.329 50.004 24.117 -0.133 -0.067 -0.088
O 15.568 51.125 21.934 0.202 -0.23 -0.084
O 11.924 60.789 23.701 -0.267 -0.056 -0.171
O 12.529 58.604 22.245 0.159 -0.157 0.149
O 14.156 56.908 21.163 -0.078 0.411 -0.307
O 16.351 54.868 21.063 -0.055 0.044 -0.287
O 11.076 65.862 21.243 -0.063 0.007 -0.334
O 12.594 63.698 21.68 0.08 -0.112 0.078
O 13.786 63.805 23.936 -0.096 0.175 -0.372
O 14.554 61.921 22.029 -0.141 0.204 0.073
O 1.35 -0.056 26.191 -0.06 -0.175 -0.121
O -3.29 -0.605 26.259 0.07 0.029 -0.122
O 2.341 2.341 27.106 0.089 -0.018 0.003
O 0.652 3.233 24.191 -0.046 -0.295 -0.124
O -0.077 5.763 24.456 -0.024 0.127 -0.261
O -1.472 3.602 25.4 0.008 0.096 -0.306
O 1.937 9.944 24.545 0.081 -0.115 -0.115
O 4.209 8.846 23.74 0.007 0.035 -0.147
O -0.333 10.836 23.612 -0.019 -0.186 0.063
O 0.81 13.26 24.063 0.078 0.059 -0.275
O 4.659 16.702 25.985 0.179 -0.025 -0.042
O 2.602 15.375 24.685 0.059 -0.177 -0.227
O -1.96 17.194 24.525 0.005 0.211 -0.416
O 3.259 18.007 24.187 0.078 0.192 -0.091
O 3.761 18.901 27.104 -0.019 -0.069 -0.001
O 0.465 19.935 24.953 0.282 -0.106 -0.202
O -2.562 23.531 26.534 0.007 0.021 -0.163
O 2.937 23.17 24.809 0.118 -0.281 -0.105
O 3.118 20.703 23.738 -0.164 -0.072 -0.255
O 0.595 27.688 24.017 -0.195 -0.215 -0.193
O -1.44 26.333 22.994 -0.124 0.016 0.172
O 1.136 30.156 24.689 0.051 0.01 -0.383
O 3.109 31.924 25.486 -0.04 -0.226 -0.284
O -4.174 34.266 22.396 -0.171 0.172 -0.356
O -3 36.171 23.954 -0.047 -0.108 -0.314
O 2.046 34.318 22.925 -0.073 -0.074 -0.189
O 3.654 43.115 25.758 0.127 -0.029 0.03
O 0.597 41.058 24.091 -0.161 0.269 -0.045
O 3.29 45.501 24.548 -0.124 0.059 -0.258
O 2.433 43.244 23.385 0.243 -0.194 -0.339
O 1.184 48.09 25.206 0.017 -0.217 -0.105
O 4.436 53.174 30.522 0.076 -0.127 0.315
O 2.816 53.666 28.404 -0.214 -0.082 0.216
O 3.062 51.23 29.288 -0.23 -0.031 -0.033
O 1.75 54.862 23.74 -0.051 0.416 -0.301
O 0.023 52.696 23.985 -0.167 -0.195 -0.346
O 1.952 57.945 25.149 0.019 -0.097 -0.279
O 4.296 54.452 23.646 -0.145 0.023 -0.268
O -2.071 60.273 24.691 0.086 0.274 -0.443
O -0.479 56.919 26.997 -0.091 0.096 -0.149
O 3.895 65.845 26.409 -0.041 0.095 0.063
O -1.259 64.458 21.85 0.157 0.159 -0.15
O 6.615 2.424 24.028 0.138 -0.008 -0.233
O 5.955 -0.415 28.037 0.166 0.005 -0.056
O 2.667 1.607 24.493 0.048 0.104 -0.29
O 4.411 6.431 24.583 0.148 -0.035 -0.153
O 6.343 7.364 23.034 0.002 -0.001 -0.082
O 9.683 11.028 23.752 0.236 -0.042 -0.17
O 7.019 11.555 24.358 0.173 0.075 -0.257
O 8.105 9.011 24.116 0.145 -0.097 -0.168
O 7.989 19.741 25.673 -0.216 0.169 -0.115
O 9.124 15.131 31.87 -0.071 0.04 0.15
O 4.398 16.814 28.49 0.078 -0.07 0.054
O 7.635 13.24 32.961 -0.13 -0.197 0.311
O 10.113 20.408 23.976 0.021 0.168 -0.381
O 7.675 21.037 23.443 0.04 -0.048 -0.168
O 4.721 21.293 27.096 0.021 0.039 -0.137
O 5.429 19.517 23.508 -0.086 0.14 -0.151
O 5.714 27.439 24.008 0.198 0.232 -0.266
O 6.799 28.854 22.08 0.033 0.133 -0.217
O 6.878 25.914 25.91 0.054 0.11 -0.05
O 9.268 26.941 25.921 0.058 -0.03 0.156
O 5.848 31.9 25.121 0.017 -0.039 0.065
O 8.485 31.839 26.085 -0.081 -0.094 0.105
O 9.348 35.318 24.057 0.055 0.025 -0.377
O 7.756 33.212 23.906 0.039 0.108 -0.302
O -0.744 38.76 23.927 -0.083 -0.083 -0.038
O 1.21 44.11 25.625 0.194 0.275 -0.25
O 7.684 40.349 27.362 0.18 0.069 0.08
O 10.08 41.067 28.248 -0.015 0.189 0.2
O 6.577 42.758 27.745 -0.228 -0.102 0.169
O 8.741 43.394 26.338 0.042 -0.029 -0.117
O 7.255 48.53 23.988 0.032 -0.066 -0.217
O 8.558 46.221 24.062 0.027 -0.142 -0.136
O 3.993 47.964 23.601 0.126 0.025 -0.264
O 5.112 50.059 24.721 -0.201 -0.151 -0.043
O 9.274 52.733 23.639 -0.12 0.429 -0.261
O 11.738 52.334 24.403 -0.082 0.089 -0.08
O 2.253 55.837 26.913 -0.139 0.215 -0.119
O 6.36 55.514 24.872 0.077 0.036 -0.183
O 8.66 56.73 24.444 0.304 0.209 -0.444
O 10.098 58.701 23.306 -0.059 0.155 0.204
O 5.453 60.018 24.349 -0.117 -0.002 -0.131
O 3.134 59.638 23.409 0.001 0.136 -0.315
O 8.31 63.669 24.27 -0.122 -0.189 -0.136
O 7.586 61.272 23.416 0.042 0.023 -0.395
O 6.346 -0.639 25.511 0.023 -0.161 -0.14
O 7.961 3.414 26.087 -0.035 0.155 -0.046
O 12.434 4.112 24.978 0.013 -0.045 -0.104
O 10.116 4.56 23.855 -0.347 0.046 -0.174
O 15.377 6.942 26.901 -0.042 -0.036 -0.084
O 15.884 9.17 25.527 0.038 0.218 -0.092
O 8.79 9.805 28.621 -0.072 0.065 0.287
O 12.256 11.689 23.434 -0.018 -0.232 -0.157
O 12.042 14.096 24.382 0.16 0.022 -0.064
O 9.694 15.409 24.546 -0.062 0.177 -0.226
O 13.633 19.393 29.195 -0.129 -0.093 0.286
O 14.694 20.242 23.445 -0.251 0.29 0.115
O 9.049 19.23 27.974 -0.035 -0.078 0.08
O 11.327 20.606 29.058 0.009 -0.156 -0.156
O 13.298 24.968 24.457 -0.148 -0.194 -0.429
O 11.936 26.938 29.542 0.009 -0.145 0.103
O 13.495 33.731 26.72 0.028 -0.174 -0.014
O 14.01 33.417 29.199 0.077 -0.233 0.336
O 11.094 37.194 24.838 -0.012 -0.019 -0.262
O 14.478 35.834 28.149 0.082 0.149 0.169
O 18.316 38.627 23.951 0.01 0.088 -0.154
O 13.354 38.269 28.605 0.081 -0.005 0.198
O 13.366 37.792 26.098 0.137 0.071 -0.153
O 12.957 38.818 23.748 0.016 -0.061 -0.304
O 15.282 43.398 24.017 -0.339 0.105 -0.112
O 10.264 44.161 24.367 -0.07 -0.132 -0.426
O 14.418 41.045 23.743 0.044 0.073 -0.261
O 16.563 48.516 27.857 0.078 -0.11 0.018
O 11.081 46.203 22.953 0.202 -0.068 -0.266
O 9.923 53.354 26.098 -0.057 -0.138 -0.033
O 7.371 50.054 26.082 0.033 -0.168 0.105
O 12.311 50.159 28.945 -0.122 -0.169 0.281
O 14.099 51.173 24.108 0.135 0.139 -0.124
O 15.431 57.843 24.602 -0.106 -0.062 -0.328
O 13.845 55.993 25.658 0.205 -0.038 0.035
O 12.029 59.947 26.086 0.216 0.039 -0.073
O 13.753 58.309 27.788 0.062 0.128 -0.166
O 13.119 62.303 25.842 0.079 0.021 0.108
O 0.388 2.938 28.814 0.018 0.083 0.125
O -1.067 0.787 26.616 0.174 0.185 -0.136
O 5.176 4.413 23.095 -0.148 0.133 -0.288
O 0.752 4.43 26.628 -0.248 0.164 -0.039
O 2.427 4.66 28.711 0.176 0.181 0.297
O 0.62 6.346 29.612 -0.115 -0.039 0.028
O 5.136 12.522 26.203 0.075 0.117 -0.082
O 3.285 12.227 28.255 -0.226 -0.041 -0.027
O 4.647 15.354 30.599 0.087 -0.17 0.246
O 2.822 17.416 30.629 -0.208 -0.083 0.209
O 0.045 18.221 23.128 0.3 -0.071 -0.03
O 3.278 20.674 29.117 0.184 -0.018 0.362
O 4.548 27.22 26.315 0.125 0.148 0.109
O 2.367 25.708 25.915 0.115 -0.117 0.106
O 2.104 28.314 26.147 0.033 -0.029 0.02
O -0.546 28.558 26.227 -0.215 -0.079 0.025
O 5.84 31.19 33.687 -0.195 -0.099 -0.182
O 4.298 34.03 24.417 -0.175 0.345 -0.175
O 4.656 36.686 29.117 0.173 -0.192 0.186
O 4.858 33.404 26.975 -0.219 -0.07 0.117
O 5.45 41.091 26.082 -0.217 0.093 -0.115
O 7.194 45.331 27.294 0.221 0.021 0.1
O 6.226 45.436 29.653 0.034 0.104 0.316
O 1.85 46.645 27.207 -0.058 0.056 0.073
O 3.058 48.815 28.177 -0.3 -0.018 -0.097
O 4.228 47.349 26.195 0.193 -0.144 -0.31
O 7.039 53.076 31.283 0.178 -0.126 0.091
O 1.642 53.45 25.989 -0.13 -0.015 -0.098
O -0.285 55.138 25.07 0.091 -0.192 -0.102
O 5.254 57.031 28.743 -0.025 -0.222 -0.156
O 3.232 58.162 27.571 -0.125 0.079 -0.016
O 0.576 59.942 24.284 0.055 0.207 -0.258
O -0.546 59.511 26.722 -0.1 -0.072 -0.025
O 3.66 67.579 30.927 -0.131 0 0.204
O 6.011 67.386 26.526 -0.153 0.079 -0.1
O 5.458 4.208 25.706 -0.036 -0.163 -0.099
O 5.598 1.864 29.25 -0.054 0.116 0.147
O 9.544 2.743 30.794 -0.116 0.013 0.295
O 8.504 4.894 28.207 0.062 0.153 0.039
O 4.226 11.343 24.023 -0.14 -0.117 -0.182
O 5.725 9.949 25.826 0.199 -0.238 -0.116
O 8.445 7.296 29.23 0.067 -0.017 -0.065
O 5.439 13.653 28.635 -0.123 0.048 0.134
O 10.595 8.805 26.843 -0.034 -0.204 -0.259
O 7.15 14.212 30.485 0.042 -0.175 0.036
O 9.838 17.919 24.29 0.252 0.105 -0.238
O 6.402 18.357 27.373 -0.029 0.278 0.052
O 8.398 17.154 26.259 -0.143 -0.191 -0.007
O 6.953 22.683 27.163 0.019 0.037 -0.167
O 5.122 23.03 29.099 -0.097 0.096 0.328
O 6.567 20.911 29.123 0.003 0.005 0.224
O 4.69 25.084 24.765 -0.068 0.174 -0.309
O 7.426 24.84 30.376 0.145 -0.018 0.273
O 5.562 25.598 28.597 0.138 0.01 -0.177
O 8.576 28.737 27.632 0.066 -0.186 -0.121
O 6.56 27.357 30.31 0.082 0.106 0.275
O 11.191 32.18 26.477 -0.114 -0.24 0.171
O 9.213 36.321 26.475 -0.243 0.141 0.101
O 6.401 34.826 28.723 0.129 0.117 0.196
O 11.277 34.718 25.794 -0.001 -0.065 -0.141
O 10.785 37.294 31.044 -0.123 0.21 0.09
O 5.479 40.502 28.73 0.207 0.131 0.112
O 3.554 38.896 29.653 -0.253 -0.199 0.201
O 12.538 42.158 28.532 0.217 0.123 0.136
O 11.197 42.39 26.208 -0.003 0.197 -0.218
O 13.556 45.486 23.559 -0.235 -0.026 -0.126
O 5.887 46.297 24.313 0.178 -0.288 -0.152
O 9.436 48.532 26.968 -0.014 0.095 0.094
O 10.754 46.814 31.971 -0.184 0.129 0.039
O 9.834 50.742 25.372 0.199 0.067 0.016
O 11.2 52.509 28.219 -0.058 -0.085 0.215
O 14.016 53.273 25.52 0.22 -0.142 0.085
O 12.169 54.526 26.803 -0.076 0.223 0.089
O 8.008 55.286 26.763 0.13 0.017 -0.269
O 7.863 56.38 29.188 0.066 -0.077 0.247
O 7.492 60.316 25.986 -0.136 0.081 -0.156
O 8.065 63.318 26.88 -0.252 0.244 0.057
O 10.095 61.52 27.109 -0.077 0.087 0.049
O 7.972 0.765 29.537 -0.013 -0.255 -0.004
O 10.536 0.573 29.652 0.029 0.052 0.2
O 13.555 4.839 27.218 -0.257 0.045 0.072
O 13.125 2.159 26.753 -0.061 -0.037 -0.184
O 11.078 6.472 25.533 -0.077 0.016 -0.016
O 12.871 7.449 27.27 0.188 0.178 0.176
O 15.366 9.306 28.15 -0.115 -0.039 0.269
O 17.662 8.325 27.166 -0.104 -0.094 -0.171
O 12.61 13.279 27.887 0.089 0.031 -0.011
O 12.001 16.59 25.157 -0.275 -0.145 -0.182
O 15.244 13.408 27.879 0.076 -0.096 -0.163
O 13.613 18.066 26.857 0.029 -0.129 -0.048
O 8.946 22.228 25.412 0.026 0.069 -0.357
O 13.901 15.295 26.366 -0.025 -0.081 -0.267
O 15.073 22.534 28.658 0.074 0.145 0.111
O 16.03 21.974 26.323 -0.058 0.101 0.091
O 13.452 21.373 30.99 0.201 0.221 0.211
O 8.942 24.396 26.769 0.147 0.026 -0.118
O 14.948 26.014 26.315 -0.136 -0.187 0.012
O 12.447 25.716 27.05 0.062 -0.13 0.074
O 10.072 29.742 25.729 0.143 -0.141 -0.147
O 11.187 28.057 27.312 -0.026 0.033 -0.12
O 12.137 35.965 29.223 0.002 -0.176 -0.132
O 16.17 31.873 29.342 -0.086 0.057 0.326
O 15.361 39.239 30.647 -0.258 -0.218 -0.042
O 12.135 40.023 26.965 0.058 0.104 0.088
O 14.723 39.942 27.037 -0.11 0.194 0.092
O 17.923 43.598 28.191 -0.028 0 0.034
O 10.923 43.17 30.293 -0.1 -0.263 0.334
O 10.837 44.949 26.874 -0.171 0.079 0.097
O 15.712 46.648 26.193 0.015 0.11 -0.183
O 15.127 46.504 28.793 -0.09 0.06 0.275
O 14.652 53.423 30.609 0.049 -0.132 0.31
O 13.749 52.303 28.56 0.277 0.146 0.11
O 14.801 54.461 27.744 -0.127 0.045 0.212
O 12.733 51.086 26.47 -0.144 0.021 0.031
O 15.365 58.973 31.558 -0.098 0.123 0.406
O 16.058 58.262 29.189 0.259 -0.165 0.194
O 11.353 59.583 28.504 -0.13 -0.19 0.068
O 10.049 63.839 28.41 0.028 -0.006 0.005
O 15.483 63.875 25.97 0.059 0.185 -0.243
O 13.649 65.978 28.681 -0.135 -0.048 0.107
O -1.114 1.833 30.777 -0.214 -0.279 0.263
O -3.066 0.38 31.405 0.083 0.223 0.395
O 1.953 0.133 31.782 0.076 -0.059 -0.094
O -0.331 9.297 31.848 0.19 -0.047 -0.045
O -1.225 6.896 31.47 -0.079 -0.094 0.225
O -0.756 4.405 30.737 0.112 0.121 0.056
O 2.923 7.373 28.875 0.261 0.058 0.259
O -0.998 14.037 30.434 0.022 0.029 0.092
O -1.506 16.665 30.97 0.202 0.121 0.035
O 0.977 12.558 29.314 0.165 -0.038 -0.13
O 2.86 11.604 30.93 0.089 -0.207 0.481
O 1.994 10.027 29.022 -0.219 -0.094 0.353
O 1.141 22.231 29.659 0.082 -0.011 0.264
O -2.725 20.893 27.032 0.069 0.136 0.094
O 0.507 17.963 31.912 -0.277 0.068 0.06
O -0.222 27.135 28.424 -0.117 0.172 -0.031
O 0.027 24.724 29.361 -0.18 -0.083 0.022
O 1.402 26.686 30.46 -0.17 -0.18 0.359
O 2.864 27.102 28.294 0.073 -0.08 0.053
O -2.132 36.92 30.617 0.06 -0.065 0.506
O -3.522 38.838 31.742 0.009 0.06 0.251
O 2.727 31.856 30.997 -0.143 -0.28 0.382
O 4.409 33.327 29.574 -0.072 -0.154 0.482
O 0.007 41.952 26.736 -0.125 -0.056 -0.135
O 1.377 40.343 31.158 0.156 0.049 0.188
O 2.159 42.854 30.651 -0.25 -0.04 0.201
O 4.547 37.108 31.689 -0.001 -0.333 0.181
O 2.211 36.884 30.604 0.007 0.11 0.207
O -0.917 44.306 27.309 0.019 -0.115 -0.143
O 0.26 47.711 30.551 -0.081 0.025 0.291
O 3.987 46.403 28.669 0.12 0.058 0.103
O -0.69 43.46 32.609 0.374 0.333 0.449
O 4.788 49.356 30.035 0.047 0.047 0.193
O 2.309 49.227 30.831 -0.27 -0.115 0.329
O -1.951 56.572 30.623 -0.038 0.067 0.325
O 0.576 56.895 31.291 0.001 -0.123 0.045
O 0.341 63.591 31.763 0.059 -0.136 -0.033
O -1.71 64.059 30.261 -0.003 0.063 0.031
O 2.883 57.01 30.031 -0.321 -0.127 0.19
O 4.283 59.194 29.989 -0.068 0.234 0.345
O 5.295 4.095 30.656 0.12 0.198 0.02
O 7.877 -0.121 32.441 0.216 0.13 0.237
O 2.927 6.163 31.074 0.255 0.032 0.326
O 3.847 9.145 27.331 0.031 -0.027 -0.094
O 6.972 9.04 30.494 -0.05 -0.231 0.058
O 6.378 6.435 30.785 0.192 -0.015 0.122
O 5.431 17.906 30.543 0.099 0.049 0.244
O 5.077 12.852 31.203 0.11 -0.071 0.172
O 5.584 10.964 28.284 -0.04 0.056 0.04
O 9.259 12.581 30.952 0.123 -0.206 0.173
O 7.819 17.468 31.702 0.071 0.159 -0.058
O 5.277 23.98 31.69 -0.199 -0.011 -0.123
O 3.274 24.932 29.674 0.151 0.054 0.236
O 7.376 22.393 31.293 0.15 0.023 0.006
O 6.544 31.853 31.268 0.009 -0.268 0.413
O 5.467 29.405 31.617 0.094 0.279 -0.006
O 3.891 24.089 27.149 -0.062 0.013 -0.038
O 8.051 26.285 28.293 0.033 -0.035 0.146
O 8.91 32.677 30.326 0.164 -0.122 0.075
O 10.672 34.542 30.885 -0.084 -0.084 0.027
O 9.49 38.505 27.985 0.245 -0.009 0.148
O 8.294 39.952 29.943 -0.212 -0.056 0.055
O 6.39 47.809 28.435 0.135 0.058 -0.046
O 5.413 46.671 32.912 -0.041 0.063 0.326
O 8.675 43.807 28.947 0.383 0 0.419
O 13.296 45.96 26.928 0.038 -0.177 -0.255
O 9.131 51.641 30.405 -0.14 0.03 0.104
O 7.214 50.112 29.523 -0.037 0.158 0.096
O 8.698 46.715 28.903 -0.019 -0.149 -0.012
O 11.245 47.099 28.33 -0.024 -0.154 0.099
O 6.444 57.959 30.893 0.152 0.124 0.207
O 5.901 55.377 30.662 0.017 -0.021 -0.085
O 8.024 53.722 29.004 0.131 -0.007 0.053
O 10.102 55.026 28.245 -0.051 0.14 0.081
O 7.749 59.366 28.459 -0.036 0.071 0.222
O 9.615 58.93 26.625 -0.092 -0.189 -0.018
O 7.208 57.726 26.377 0.047 0.134 -0.048
O 9.409 2.397 28.127 0.202 -0.15 -0.068
O 10.697 11.4 27.66 -0.129 0.121 0.034
O 6.48 8.52 27.936 0.05 0.139 -0.007
O 9.903 5.377 30.419 0.262 0.126 0.022
O 14.362 6.202 29.189 -0.12 0.192 0.317
O 13.893 15.505 28.829 -0.149 0.049 0.092
O 11.321 13.303 32.393 -0.126 -0.093 0.141
O 13.072 10.618 28.335 -0.04 -0.21 -0.094
O 15.084 11.453 29.76 0.067 0.013 0.257
O 11.689 19.464 31.308 -0.233 -0.238 0.267
O 8.942 20.586 30.219 -0.049 0.008 0.48
O 15.503 23.12 31.134 -0.033 0.273 0.097
O 15.852 19.528 27.434 -0.107 -0.046 0.165
O 12.165 29.321 30.712 -0.024 -0.158 0.083
O 9.928 30.811 28.201 -0.007 -0.032 0.049
O 13.751 27.905 27.758 -0.026 -0.115 0.274
O 16.517 35.558 31.765 -0.289 -0.05 -0.037
O 9.479 36.065 29.083 -0.017 -0.013 0.124
O 15.18 33.278 31.498 0.011 0.206 0.322
O 14.007 31.109 30.563 0.201 -0.347 0.063
O 18.503 32.777 28.494 0.077 0.089 0.034
O 13.529 43.175 30.882 0.189 -0.175 0.188
O 8.734 42.218 31.12 -0.096 0.102 0.124
O 15.212 38.159 32.98 0.137 -0.078 0.307
O 7.228 37.151 28.068 -0.167 0.209 0.262
O 12.476 44.81 29.057 -0.018 -0.176 0.082
O 9.127 44.853 31.299 -0.102 0.36 0.112
O 16.792 40.209 28.698 0.286 -0.132 0.317
O 17.135 39.44 26.153 0.115 0.19 -0.024
O 9.707 49.066 29.552 -0.081 -0.092 0.031
O 12.915 54.897 29.328 -0.122 -0.048 0.174
O 14.638 49.061 29.532 -0.092 0.068 -0.043
O 13.702 50.909 31.149 0.062 0.068 0.105
O 11.019 58.641 31.975 -0.034 0.057 0.173
O 12.178 57.477 29.726 -0.143 -0.028 0.227
O 11.892 55.602 31.544 0.006 0.257 0.044
O 9.615 54.087 31.168 0.041 0.023 0.32
O 13.563 59.873 29.823 -0.08 0.242 0.338
O 12.119 64.168 29.953 0.111 -0.158 -0.05
O 15.152 61.58 31.033 0.278 0.102 0.173
O 3.265 22.175 31.262 0.334 -0.092 0.31
O 1.75 53.026 30.771 -0.364 -0.006 0.442
O 8.4 61.857 29.116 -0.216 -0.068 0.3

Results
total energy: -434288.869 eV
total energy less fixed offsets of O -438.04, Si -107.15 eV per atom: -0.349 eV
